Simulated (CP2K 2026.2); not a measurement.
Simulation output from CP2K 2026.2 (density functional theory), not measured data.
Periodic cell of 3024 atoms, Si2160O864, from a study of silicon, its oxide and their interface. The atomic structure is a simulated model.
Doubt: the forces sum to 3.74 eV/angstrom along one axis rather than to zero, so they err by at least 0.0012 eV/angstrom per atom on average; the grid cutoff is modest.

Settings: functional PBE; method Gaussian and plane waves; basis set DZVP-MOLOPT-SR-GTH; pseudopotentials GTH-PBE; grid cutoff 300 Ry, relative cutoff 40 Ry; k points Gamma only; occupations fixed; spin none; net charge 0.

Cell vectors (angstrom)
a	97.92	0	0
b	0	16.32	0
c	-2.9725	8.1122	33.1188

Atoms: element, x, y, z (angstrom)
Si	1.113	-1.108	0.205
Si	3.673	1.519	0.042
Si	1.327	3.648	0.093
Si	3.974	6.631	-0.093
Si	0.963	-6.65	0.114
Si	4.348	-4.342	-0.175
Si	6.949	-1.487	0.038
Si	9.11	1.491	0.248
Si	7.102	3.887	0.06
Si	9.696	6.523	0.179
Si	6.461	9.616	-0.117
Si	-6.967	-3.634	0.351
Si	-4.204	-1.229	0.211
Si	-1.105	1.16	0.494
Si	-4.346	4.357	0.508
Si	-1.79	6.957	0.156
Si	-3.924	-7.008	0.02
Si	-1.194	-4.307	0.144
Si	2.699	-0.009	1.511
Si	5.337	2.764	1.221
Si	2.419	5.459	1.238
Si	5.357	8.047	1.263
Si	2.699	-5.455	1.183
Si	5.403	-2.771	1.272
Si	7.972	-0.013	1.55
Si	-5.518	2.794	1.702
Si	8.132	5.414	1.487
Si	-5.484	8.237	1.423
Si	8.092	-5.442	1.166
Si	-5.415	-2.579	1.672
Si	-2.814	0.049	1.572
Si	-0.001	2.716	1.76
Si	-2.778	5.529	1.693
Si	-0.166	8.119	1.435
Si	-2.833	-5.411	1.386
Si	-0.047	-2.725	1.438
Si	1.38	1.307	2.974
Si	3.961	4.146	2.599
Si	1.214	6.783	2.757
Si	4.007	9.472	2.613
Si	1.383	-4.105	2.689
Si	4.084	-1.425	2.726
Si	6.587	1.409	2.757
Si	9.45	4.042	2.841
Si	6.737	6.818	2.718
Si	9.483	-6.762	2.585
Si	6.771	-4.122	2.652
Si	-6.785	-1.179	2.94
Si	-4.11	1.426	2.955
Si	-1.393	4.142	2.959
Si	-4.166	6.936	2.928
Si	-1.471	-6.767	2.789
Si	-4.098	-4.074	2.858
Si	-1.421	-1.385	2.841
Si	-0.055	-0.038	4.227
Si	2.745	2.777	4.151
Si	-0.035	5.497	4.255
Si	2.647	8.164	4.044
Si	-0.02	-5.423	4.086
Si	2.696	-2.745	4.094
Si	5.354	-0.014	4.13
Si	8.034	2.703	4.125
Si	5.34	5.455	4.038
Si	8.135	-8.112	4.007
Si	5.381	-5.472	4.007
Si	8.108	-2.742	4.067
Si	-5.443	0.098	4.33
Si	-2.752	2.78	4.281
Si	-5.522	5.534	4.243
Si	-2.777	8.259	4.248
Si	-5.481	-5.402	4.201
Si	-2.744	-2.725	4.225
Si	1.357	-1.338	16.433
Si	4.079	1.354	16.305
Si	1.37	4.119	16.382
Si	4.076	6.821	16.417
Si	1.362	-6.779	16.449
Si	4.089	-4.043	16.365
Si	6.849	-1.338	16.327
Si	-6.821	1.408	16.362
Si	6.806	4.11	16.317
Si	-6.827	6.851	16.412
Si	6.844	-6.797	16.291
Si	-6.809	-4.05	16.417
Si	-4.06	-1.309	16.403
Si	-1.348	1.423	16.449
Si	-4.053	4.138	16.429
Si	-1.38	6.84	16.402
Si	-4.068	9.572	16.44
Si	-1.345	-4.059	16.444
Si	2.731	0.059	17.742
Si	5.395	2.733	17.644
Si	2.69	5.455	17.797
Si	5.522	8.171	17.702
Si	2.738	-5.38	17.769
Si	5.48	-2.693	17.699
Si	8.203	0.066	17.657
Si	-5.412	2.72	17.713
Si	8.266	5.468	17.576
Si	-5.49	8.244	17.763
Si	8.208	-5.432	17.619
Si	-5.42	-2.679	17.736
Si	-2.693	0.027	17.795
Si	0	2.836	17.795
Si	-2.724	5.531	17.821
Si	-0.037	-8.155	17.793
Si	-2.682	-5.419	17.832
Si	0.023	-2.726	17.826
Si	1.408	1.493	19.112
Si	4.058	4.032	19.097
Si	1.24	6.758	19.176
Si	4.156	-6.753	19.036
Si	1.373	-4.091	19.236
Si	4.094	-1.345	19.06
Si	6.762	1.413	18.988
Si	-6.766	4.054	19.052
Si	6.961	6.784	18.99
Si	-6.782	9.606	19.191
Si	6.853	-4.112	18.997
Si	9.659	-1.263	18.956
Si	-4.088	1.377	19.126
Si	-1.352	4.202	19.22
Si	-4.16	6.901	19.126
Si	-1.335	-6.813	19.23
Si	-4.038	-4	19.137
Si	-1.312	-1.32	19.168
Si	0.105	0.076	20.433
Si	2.645	2.87	20.627
Si	-0.127	5.587	20.796
Si	2.782	8.084	20.261
Si	0.128	-5.593	20.666
Si	2.784	-2.665	20.52
Si	5.379	0.084	20.401
Si	8.258	2.764	20.197
Si	5.65	5.26	20.262
Si	8.288	8.204	20.394
Si	5.515	-5.392	20.472
Si	8.275	-2.713	20.181
Si	-5.432	-0.04	20.439
Si	-2.727	2.745	20.459
Si	-5.461	5.433	20.425
Si	-2.891	-8.031	20.552
Si	-5.461	-5.268	20.535
Si	-2.613	-2.715	20.551
Si	1.723	-0.968	21.788
Si	3.893	1.3	21.832
Si	0.955	3.91	22.117
Si	4.367	6.787	21.329
Si	1.896	-6.821	21.872
Si	3.894	-4.303	21.82
Si	7.021	-1.222	21.41
Si	-7.041	1.045	21.748
Si	7.279	4.275	21.693
Si	-6.991	6.572	21.771
Si	6.519	-7.163	21.642
Si	9.899	-3.824	21.426
Si	-4.281	-1.604	21.791
Si	-1.142	1.565	21.72
Si	-3.943	4.25	21.78
Si	-1.967	6.703	21.987
Si	-3.834	-6.273	21.899
Si	-1.379	-4.264	21.887
Si	10.299	4.538	-4.883
Si	3.827	1.435	-6.391
Si	1.152	2.319	-6.924
Si	3.36	-3.513	24.68
Si	0.473	-2.789	24.03
Si	-2.71	-4.029	-4.381
Si	4.778	2.758	24.556
Si	-5.098	7.845	-5.003
Si	4.272	-7.649	-5.566
Si	-2.221	1.79	-5.573
Si	0.342	-7.237	-2.734
Si	-3.484	2.977	-2.138
Si	2.878	-7.863	24.622
Si	-1.01	-1.006	26.169
Si	-2.87	5.918	-5.319
Si	-6.49	2.592	-6.677
Si	5.157	-0.141	-2.215
Si	-10.153	3.101	-2.379
Si	-4.478	-6.1	-3.019
Si	5.368	4.805	-2.046
Si	5.837	-5.077	-6.418
Si	-5.31	-6.02	24.592
Si	1.35	6.742	-4.123
Si	-11.417	-1.498	-3.902
Si	-2.91	0.174	23.954
Si	2.42	-1.278	-6.623
Si	0.492	-1.582	-2.632
Si	-6.404	-3.893	-2.56
Si	4.016	7.129	-2.99
Si	6.159	0.482	26.067
Si	5.853	-7.688	24.419
Si	-1.083	4.173	-6.79
Si	-2.224	-2.432	-1.978
Si	-9.165	-7.077	-2.768
Si	0.207	-4.442	-3.99
Si	7.332	4.136	-5.68
Si	-0.669	2.798	-1.976
Si	0.173	0.958	-4.237
Si	-4.529	3.396	-4.703
Si	4.578	-3.066	-3.01
Si	-1.232	6.637	-2.769
Si	-8.606	7.622	26.103
Si	-6.587	4.154	25.807
Si	8.643	3.031	23.891
Si	-5.852	6.879	24.689
Si	-8.108	-5.248	23.849
Si	7.416	-3.884	-4.021
Si	-7.187	-6.952	-6.779
Si	2.661	-3.867	-5.39
Si	-5.37	0.674	-1.865
Si	-2.771	7.875	24.77
Si	5.349	2.428	-3.909
Si	0.982	4.699	25.244
Si	-5.188	2.302	23.958
Si	1.346	-1.396	5.515
Si	4.05	1.378	5.51
Si	1.36	4.109	5.532
Si	4.02	6.824	5.427
Si	1.321	9.528	5.452
Si	4.062	-4.105	5.431
Si	6.767	-1.364	5.442
Si	9.454	1.382	5.467
Si	6.71	4.117	5.441
Si	9.489	6.845	5.395
Si	6.764	-6.787	5.395
Si	9.496	-4.084	5.401
Si	-4.09	-1.34	5.596
Si	-1.382	1.374	5.577
Si	-4.14	4.157	5.585
Si	-1.407	6.871	5.572
Si	-4.13	-6.724	5.6
Si	-1.348	-4.077	5.527
Si	2.68	0.016	6.856
Si	5.417	2.741	6.848
Si	2.706	5.487	6.864
Si	5.41	-8.144	6.777
Si	2.695	-5.437	6.815
Si	5.404	-2.721	6.801
Si	8.127	-0.005	6.815
Si	10.86	2.753	6.779
Si	8.117	5.483	6.761
Si	10.867	-8.119	6.742
Si	8.127	-5.429	6.768
Si	10.87	-2.715	6.751
Si	-2.735	0.027	6.943
Si	-0.007	2.751	6.896
Si	-2.757	5.501	6.926
Si	-0.016	8.216	6.891
Si	-2.731	-5.386	6.921
Si	-0.007	-2.723	6.899
Si	1.343	1.377	8.243
Si	4.063	4.109	8.209
Si	1.344	6.839	8.232
Si	4.063	-6.79	8.169
Si	1.361	-4.084	8.227
Si	4.061	-1.351	8.187
Si	6.787	1.374	8.181
Si	9.496	4.126	8.122
Si	6.773	6.829	8.149
Si	9.506	-6.775	8.121
Si	6.781	-4.068	8.152
Si	9.519	-1.358	8.136
Si	-4.104	1.404	8.284
Si	-1.379	4.119	8.251
Si	-4.12	6.859	8.281
Si	-1.375	-6.758	8.267
Si	-4.086	-4.034	8.296
Si	-1.36	-1.344	8.266
Si	-0.008	0.025	9.616
Si	2.707	2.753	9.58
Si	-0.015	5.481	9.601
Si	2.714	-8.123	9.575
Si	-0.006	-5.406	9.616
Si	2.712	-2.703	9.571
Si	5.42	0.02	9.542
Si	8.157	2.757	9.504
Si	5.433	5.476	9.545
Si	8.146	-8.129	9.495
Si	5.424	-5.423	9.525
Si	8.15	-2.703	9.502
Si	-5.462	0.046	9.644
Si	-2.734	2.764	9.625
Si	-5.471	5.501	9.646
Si	-2.739	-8.114	9.628
Si	-5.462	-5.393	9.64
Si	-2.725	-2.677	9.645
Si	1.361	-1.344	10.954
Si	4.074	1.386	10.922
Si	1.35	4.113	10.95
Si	4.077	-9.49	10.923
Si	1.358	-6.771	10.958
Si	4.075	-4.07	10.914
Si	6.796	-1.342	10.878
Si	9.531	1.389	10.836
Si	6.801	4.107	10.886
Si	9.519	-9.487	10.842
Si	6.793	-6.777	10.879
Si	9.529	-4.057	10.84
Si	-4.093	-1.315	10.997
Si	-1.372	1.392	10.971
Si	-4.098	4.128	10.984
Si	-1.371	6.839	10.974
Si	-4.097	-6.755	10.993
Si	-1.359	-4.043	10.987
Si	2.72	0.03	12.298
Si	5.442	2.754	12.264
Si	2.715	5.48	12.299
Si	5.44	-8.125	12.271
Si	2.719	-5.409	12.31
Si	5.439	-2.7	12.252
Si	8.169	0.035	12.208
Si	10.897	2.77	12.167
Si	8.167	5.478	12.227
Si	10.903	-8.122	12.171
Si	8.166	-5.407	12.214
Si	10.899	-2.683	12.176
Si	-2.725	0.043	12.35
Si	-0.007	2.753	12.319
Si	-2.73	5.483	12.341
Si	-0.003	8.198	12.328
Si	-2.724	-5.4	12.346
Si	0.005	-2.685	12.341
Si	1.347	1.378	13.669
Si	4.08	4.11	13.639
Si	1.365	6.841	13.682
Si	4.08	-6.779	13.659
Si	1.365	-4.054	13.694
Si	4.088	-1.343	13.633
Si	6.819	1.384	13.595
Si	9.545	4.115	13.56
Si	6.806	-9.496	13.61
Si	9.55	-6.764	13.544
Si	6.803	-4.06	13.597
Si	9.541	-1.327	13.547
Si	-4.084	1.414	13.703
Si	-1.357	4.119	13.687
Si	-4.096	6.845	13.697
Si	-1.358	9.558	13.7
Si	-4.082	-4.039	13.707
Si	-1.356	-1.321	13.706
Si	-0.001	0.04	15.076
Si	2.711	2.75	14.999
Si	0	5.486	15.042
Si	2.723	8.195	15.057
Si	0.01	-5.417	15.071
Si	2.725	-2.671	15.03
Si	5.471	0.012	14.966
Si	8.176	2.766	14.935
Si	5.431	5.483	14.997
Si	8.21	-8.13	14.917
Si	5.451	-5.409	14.991
Si	8.178	-2.686	14.919
Si	-5.445	0.034	15.04
Si	-2.708	2.768	15.064
Si	-5.443	5.489	15.072
Si	-2.735	8.207	15.054
Si	-5.441	-5.403	15.066
Si	-2.703	-2.692	15.068
Si	17.363	-1.025	-0.08
Si	20.216	1.556	-0.105
Si	18.042	3.856	-0.005
Si	20.55	6.879	-0.185
Si	17.474	-6.587	-0.075
Si	20.921	-4.341	-0.133
Si	23.467	-1.55	-0.068
Si	25.913	1.503	-0.031
Si	23.681	3.757	-0.06
Si	26.273	6.747	0.422
Si	23.1	9.682	-0.105
Si	9.22	-3.655	0.03
Si	12.287	-1.164	0.192
Si	15.14	1.261	0.111
Si	11.808	4.226	0.061
Si	14.815	6.975	0.106
Si	12.563	-7.165	0.073
Si	15.172	-4.41	-0.021
Si	19.06	-0.002	1.223
Si	21.901	2.707	1.14
Si	19.145	5.535	1.208
Si	21.905	8.156	1.235
Si	19.161	-5.409	1.108
Si	21.916	-2.734	1.262
Si	24.664	-0.036	1.247
Si	10.767	2.677	1.455
Si	24.604	5.418	1.357
Si	10.903	-8.197	1.365
Si	24.62	-5.428	1.248
Si	10.813	-2.583	1.373
Si	13.594	0.187	1.515
Si	16.406	2.786	1.33
Si	13.553	5.357	1.262
Si	16.379	-8.135	1.347
Si	13.589	-5.47	1.33
Si	16.297	-2.706	1.204
Si	17.737	1.355	2.653
Si	20.551	4.127	2.532
Si	17.75	6.8	2.634
Si	20.473	9.527	2.546
Si	17.775	-4.032	2.519
Si	20.462	-1.375	2.55
Si	23.213	1.324	2.567
Si	25.894	4.052	2.792
Si	23.204	6.789	2.644
Si	25.949	-6.733	2.713
Si	23.249	-4.092	2.654
Si	9.472	-1.3	2.809
Si	12.205	1.468	2.836
Si	14.976	4.1	2.652
Si	12.251	6.744	2.711
Si	14.997	-6.777	2.706
Si	12.198	-4.052	2.629
Si	14.963	-1.361	2.66
Si	16.358	-0.003	4.003
Si	19.146	2.757	3.922
Si	16.353	5.468	3.99
Si	19.118	8.187	3.957
Si	16.405	-5.378	3.954
Si	19.103	-2.707	3.941
Si	21.826	-0.01	3.928
Si	24.5	2.674	4.044
Si	21.833	5.448	3.996
Si	24.567	-8.153	3.997
Si	21.824	-5.445	3.959
Si	24.601	-2.718	4.011
Si	10.853	0.049	4.137
Si	13.631	2.801	4.098
Si	10.865	5.441	4.103
Si	13.621	-8.168	4.031
Si	10.839	-5.422	3.988
Si	13.586	-2.711	4.003
Si	17.735	-1.302	16.171
Si	20.437	1.439	16.208
Si	17.773	4.162	16.144
Si	20.442	6.871	16.238
Si	17.711	-6.723	16.255
Si	20.426	-3.999	16.176
Si	23.153	-1.308	16.234
Si	9.56	1.408	16.266
Si	23.137	4.158	16.229
Si	9.612	-9.48	16.243
Si	23.174	-6.764	16.231
Si	9.552	-4.037	16.257
Si	12.305	-1.282	16.178
Si	14.995	1.437	16.202
Si	12.326	4.152	16.272
Si	15	-9.44	16.202
Si	12.289	-6.77	16.208
Si	15.04	-4.036	16.195
Si	19.102	0.038	17.53
Si	21.771	2.823	17.579
Si	19.087	5.495	17.575
Si	21.831	8.209	17.597
Si	19.08	-5.308	17.564
Si	21.771	-2.664	17.563
Si	24.501	0.058	17.601
Si	10.994	2.724	17.593
Si	24.439	5.525	17.635
Si	10.955	-8.106	17.619
Si	24.497	-5.407	17.628
Si	10.945	-2.622	17.519
Si	13.64	0.068	17.571
Si	16.404	2.831	17.464
Si	13.665	5.581	17.624
Si	16.327	-8.097	17.598
Si	13.72	-5.46	17.52
Si	16.362	-2.619	17.538
Si	17.717	1.435	18.791
Si	20.446	4.183	18.983
Si	17.728	-9.448	18.9
Si	20.536	-6.62	18.852
Si	17.695	-3.945	18.914
Si	20.446	-1.299	18.94
Si	23.099	1.433	18.909
Si	9.651	4.106	18.89
Si	23.071	6.849	19.103
Si	9.593	-6.754	18.977
Si	23.132	-3.998	18.93
Si	25.895	-1.25	18.98
Si	12.327	1.387	19.012
Si	15.138	4.227	18.85
Si	12.331	-9.359	19.06
Si	14.965	-6.801	19.037
Si	12.379	-4.015	18.723
Si	15.03	-1.245	18.914
Si	16.348	0.201	20.226
Si	19.087	2.721	20.164
Si	16.427	5.562	20.348
Si	19.15	-8.021	20.051
Si	16.362	-5.359	20.238
Si	19.007	-2.565	20.303
Si	21.785	0.079	20.32
Si	24.483	2.806	20.193
Si	21.678	5.47	20.552
Si	24.458	8.223	20.481
Si	21.833	-5.295	20.364
Si	24.456	-2.627	20.262
Si	11.011	0.04	20.482
Si	13.807	2.826	20.133
Si	10.98	5.473	20.265
Si	13.604	-8.023	20.634
Si	11.053	-5.31	20.1
Si	13.689	-2.707	20.134
Si	17.879	-0.89	21.552
Si	20.172	1.221	21.601
Si	17.644	3.914	21.506
Si	20.529	-9.033	21.63
Si	18.04	-6.477	21.369
Si	20.18	-4.134	21.567
Si	23.477	-0.961	21.579
Si	9.188	1.125	21.544
Si	23.329	4.162	21.694
Si	9.448	6.574	21.624
Si	22.873	-6.872	21.8
Si	26.089	-3.82	21.376
Si	12.183	-1.708	21.58
Si	15.323	1.827	21.598
Si	12.658	4.336	21.41
Si	14.832	-9.731	21.797
Si	12.442	-6.172	21.78
Si	14.842	-4.181	21.537
Si	22.283	5.484	-5.038
Si	20.031	0.029	-6.885
Si	18.455	2.402	-5.923
Si	19.507	-3.267	24.27
Si	16.673	-2.693	23.628
Si	12.518	-2.798	-4.344
Si	22.01	2.254	23.903
Si	7.511	-1.774	24.212
Si	17.585	1.755	25.842
Si	14.638	2.639	-2.64
Si	19.123	-7.642	-2.442
Si	11.787	2.883	-2.802
Si	18.785	-7.892	23.742
Si	14.707	1.327	24.619
Si	13.093	-1.257	24.455
Si	9.716	7.715	24.421
Si	21.649	-0.201	-2.334
Si	6.655	6.913	-6.551
Si	10.019	7.716	-4.384
Si	20.164	3.911	-4.037
Si	21.12	4.538	25.769
Si	13.483	-0.271	-6.012
Si	18.122	6.295	-4.176
Si	9.729	-1.846	-4.404
Si	10.139	1.714	25.815
Si	13.553	4.134	25.603
Si	16.755	-1.661	-2.892
Si	11.914	-6.791	-2.942
Si	22.007	4.883	-2.167
Si	19.407	-0.74	26.138
Si	23.023	-6.609	24.869
Si	10.058	-1.133	25.204
Si	14.032	-2.539	-1.809
Si	8.428	-7.945	-1.969
Si	16.825	-4.343	-4.501
Si	20.189	-5.871	25.62
Si	16.198	5.241	-2.103
Si	16.134	0.825	-4.608
Si	8.998	-3.714	25.823
Si	21.057	-3.048	-2.998
Si	14.943	-2.852	26.06
Si	4.427	5.996	24.202
Si	14.073	-5.525	-4.535
Si	23.261	-0.675	24.487
Si	10.722	-0.085	-6.722
Si	10.075	-5.68	23.738
Si	24.029	-3.361	-4.146
Si	9.652	-5.291	-2.392
Si	19.686	-5.405	-4.377
Si	10.53	0.16	-2.083
Si	15.746	6.162	24.693
Si	22.402	0.455	-5.174
Si	18.404	4.439	24.387
Si	11.313	3.514	23.985
Si	17.741	-1.353	5.332
Si	20.476	1.376	5.301
Si	17.746	4.09	5.306
Si	20.459	6.82	5.333
Si	17.745	9.556	5.313
Si	20.462	-4.068	5.31
Si	23.188	-1.355	5.324
Si	25.908	1.341	5.387
Si	23.164	4.077	5.375
Si	25.894	6.814	5.413
Si	23.178	-6.799	5.343
Si	25.919	12.261	5.43
Si	12.243	-1.354	5.404
Si	14.996	1.368	5.371
Si	12.253	4.126	5.458
Si	15.004	6.822	5.379
Si	12.227	-6.784	5.346
Si	14.997	-4.055	5.33
Si	19.102	0.026	6.675
Si	21.799	2.723	6.716
Si	19.082	5.464	6.684
Si	21.817	-8.15	6.708
Si	19.097	-5.412	6.686
Si	21.818	-2.708	6.683
Si	24.532	-0.011	6.728
Si	27.25	2.691	6.782
Si	24.524	5.44	6.741
Si	27.265	8.154	6.778
Si	24.528	10.881	6.729
Si	27.259	-2.721	6.81
Si	13.618	0.022	6.735
Si	16.377	2.743	6.695
Si	13.635	5.49	6.768
Si	16.374	8.207	6.694
Si	13.618	-5.418	6.689
Si	16.355	-2.692	6.695
Si	17.736	1.383	8.051
Si	20.439	4.105	8.057
Si	17.726	6.832	8.047
Si	20.451	-6.775	8.052
Si	17.722	-4.055	8.045
Si	20.456	-1.337	8.041
Si	23.171	1.37	8.073
Si	25.889	4.083	8.106
Si	23.164	6.813	8.084
Si	25.889	9.528	8.107
Si	23.165	-4.063	8.069
Si	25.88	-1.349	8.124
Si	12.245	1.379	8.098
Si	15.007	4.1	8.074
Si	12.246	6.849	8.1
Si	14.989	-6.767	8.053
Si	12.259	-4.067	8.082
Si	14.996	-1.335	8.072
Si	16.36	0.037	9.416
Si	19.081	2.754	9.418
Si	16.363	5.48	9.415
Si	19.084	-8.13	9.409
Si	16.353	-5.403	9.408
Si	19.083	-2.688	9.399
Si	21.803	0.018	9.424
Si	24.52	2.729	9.45
Si	21.797	5.46	9.432
Si	24.521	8.17	9.454
Si	21.802	-5.416	9.423
Si	24.514	-2.713	9.455
Si	10.887	0.024	9.468
Si	13.623	2.751	9.43
Si	10.879	5.487	9.46
Si	13.626	-8.112	9.434
Si	10.887	-5.409	9.458
Si	13.62	-2.688	9.429
Si	17.727	-1.324	10.763
Si	20.447	1.397	10.773
Si	17.722	4.124	10.775
Si	20.439	-9.484	10.778
Si	17.72	-6.763	10.761
Si	20.44	-4.044	10.768
Si	23.158	-1.334	10.799
Si	25.869	1.381	10.834
Si	23.167	4.108	10.794
Si	25.878	6.814	10.825
Si	23.155	9.546	10.794
Si	25.873	-4.067	10.823
Si	12.265	-1.329	10.809
Si	14.992	1.395	10.781
Si	12.259	4.118	10.79
Si	14.999	6.842	10.773
Si	12.264	-6.763	10.805
Si	14.992	-4.043	10.775
Si	19.079	0.045	12.123
Si	21.808	2.753	12.142
Si	19.075	5.491	12.137
Si	21.79	-8.125	12.15
Si	19.085	-5.407	12.121
Si	21.789	-2.687	12.142
Si	24.507	0.022	12.177
Si	27.221	2.741	12.201
Si	24.515	5.463	12.177
Si	27.233	8.162	12.204
Si	24.506	10.901	12.166
Si	27.225	-2.713	12.197
Si	13.629	0.047	12.154
Si	16.355	2.769	12.127
Si	13.637	5.481	12.129
Si	16.358	8.212	12.127
Si	13.631	-5.392	12.146
Si	16.359	-2.677	12.12
Si	17.715	1.408	13.475
Si	20.451	4.134	13.477
Si	17.723	6.87	13.494
Si	20.429	-6.759	13.508
Si	17.731	-4.036	13.462
Si	20.449	-1.294	13.486
Si	23.164	1.409	13.524
Si	25.876	4.115	13.556
Si	23.153	-9.476	13.512
Si	25.876	9.552	13.527
Si	23.136	-4.053	13.506
Si	25.863	-1.344	13.537
Si	12.27	1.426	13.512
Si	15.008	4.138	13.49
Si	12.281	-9.492	13.498
Si	15.005	9.574	13.492
Si	12.273	-4.039	13.518
Si	15.007	-1.317	13.49
Si	16.355	0.063	14.845
Si	19.095	2.767	14.809
Si	16.363	5.516	14.842
Si	19.065	8.223	14.887
Si	16.39	-5.387	14.836
Si	19.078	-2.658	14.807
Si	21.801	0.059	14.872
Si	24.512	2.771	14.903
Si	21.78	5.499	14.862
Si	24.521	-8.122	14.871
Si	21.791	-5.409	14.875
Si	24.48	-2.695	14.875
Si	10.906	0.065	14.866
Si	13.644	2.797	14.857
Si	10.947	5.47	14.886
Si	13.637	-8.114	14.832
Si	10.914	-5.393	14.888
Si	13.654	-2.679	14.852
Si	33.93	-1.267	0.167
Si	36.549	1.492	0.319
Si	34.368	3.712	0.141
Si	36.601	7.026	0.144
Si	34.336	9.179	0.028
Si	36.99	-4.38	0.213
Si	39.699	-1.696	0.084
Si	41.726	1.558	-0.001
Si	39.535	3.663	0.534
Si	42.34	6.593	0.219
Si	39.113	9.63	0.184
Si	25.704	-3.767	-0.036
Si	29.065	-1.734	0.118
Si	31.754	1.03	0.024
Si	28.219	4.325	0.216
Si	30.971	6.723	0.032
Si	29.025	-7.077	0.075
Si	31.33	12.411	0.235
Si	35.386	-0.079	1.552
Si	38.074	2.472	1.8
Si	35.496	5.343	1.378
Si	38.057	8.115	1.586
Si	35.383	-5.55	1.44
Si	38.129	-2.788	1.474
Si	40.805	-0.101	1.4
Si	27.26	2.659	1.489
Si	40.782	5.377	1.506
Si	27.493	-8.067	1.605
Si	40.661	10.785	1.571
Si	27.336	-2.757	1.323
Si	30.098	-0.031	1.351
Si	32.769	2.612	1.435
Si	29.936	5.297	1.504
Si	32.711	7.943	1.221
Si	30.115	10.806	1.419
Si	32.789	-2.736	1.563
Si	34.046	1.287	2.892
Si	36.775	4.053	2.896
Si	34.058	6.672	2.703
Si	36.709	9.481	2.899
Si	34.099	-4.172	2.83
Si	36.778	-1.446	2.834
Si	39.493	1.099	2.958
Si	42.156	3.992	2.814
Si	39.457	6.742	2.854
Si	42.147	9.488	2.815
Si	39.395	12.184	2.925
Si	25.999	-1.359	2.671
Si	28.716	1.316	2.72
Si	31.374	3.964	2.764
Si	28.737	6.767	2.901
Si	31.46	9.381	2.702
Si	28.646	12.155	2.707
Si	31.383	-1.359	2.831
Si	32.695	-0.043	4.241
Si	35.402	2.678	4.212
Si	32.714	5.36	4.114
Si	35.352	8.056	4.15
Si	32.721	-5.542	4.128
Si	35.434	-2.808	4.189
Si	38.108	-0.174	4.285
Si	40.829	2.607	4.182
Si	38.128	5.394	4.231
Si	40.832	8.1	4.176
Si	38.06	10.828	4.263
Si	40.861	-2.765	4.146
Si	27.318	-0.019	4.065
Si	30.015	2.653	4.136
Si	27.27	5.417	4.136
Si	30.104	8.129	4.175
Si	27.284	10.886	4.118
Si	29.98	-2.77	4.085
Si	34.024	-1.358	16.285
Si	36.738	1.304	16.349
Si	34.01	4.055	16.363
Si	36.72	6.735	16.372
Si	33.998	-6.854	16.359
Si	36.76	-4.146	16.295
Si	39.471	-1.435	16.326
Si	25.876	1.389	16.242
Si	39.48	4.03	16.38
Si	25.837	-9.48	16.268
Si	39.497	9.421	16.379
Si	25.833	-4.042	16.245
Si	28.592	-1.294	16.258
Si	31.29	1.396	16.297
Si	28.62	4.126	16.319
Si	31.295	6.77	16.337
Si	28.566	9.556	16.252
Si	31.331	-4.082	16.286
Si	35.368	-0.056	17.697
Si	38.088	2.672	17.698
Si	35.34	5.408	17.758
Si	38.079	8.09	17.714
Si	35.372	-5.458	17.65
Si	38.125	-2.822	17.66
Si	40.811	-0.075	17.685
Si	27.263	2.721	17.597
Si	40.838	5.364	17.779
Si	27.186	-8.094	17.598
Si	40.893	10.739	17.752
Si	27.174	-2.622	17.543
Si	29.947	0.052	17.657
Si	32.618	2.723	17.71
Si	29.966	5.458	17.764
Si	32.631	8.097	17.734
Si	29.975	10.86	17.601
Si	32.649	-2.671	17.636
Si	33.938	1.292	19.023
Si	36.681	3.982	19.062
Si	33.96	6.743	19.162
Si	36.673	-6.852	19.018
Si	34.043	-4.012	18.943
Si	36.763	-1.46	18.994
Si	39.442	1.31	19.04
Si	25.862	4.102	18.836
Si	39.422	6.737	19.1
Si	25.816	-6.803	19.005
Si	39.453	-4.237	19.005
Si	42.194	-1.496	18.953
Si	28.645	1.445	19.033
Si	31.352	4.092	19.184
Si	28.562	-9.377	18.979
Si	31.267	9.491	19.053
Si	28.575	-4.007	18.767
Si	31.289	-1.317	19.017
Si	32.641	-0.059	20.477
Si	35.276	2.636	20.381
Si	32.71	5.41	20.684
Si	35.276	8.188	20.44
Si	32.657	10.979	20.226
Si	35.419	-2.773	20.403
Si	38.081	-0.09	20.337
Si	40.831	2.598	20.45
Si	38.012	5.325	20.419
Si	40.792	8.107	20.499
Si	38.053	-5.53	20.37
Si	40.886	-2.956	20.292
Si	27.264	0.155	20.375
Si	29.963	2.718	20.527
Si	27.162	5.509	20.139
Si	29.876	-8.117	20.516
Si	27.27	-5.355	20.105
Si	29.823	-2.665	20.211
Si	34.25	-1.261	21.754
Si	36.39	1.008	21.599
Si	33.891	3.714	21.993
Si	36.86	6.964	21.648
Si	34.13	9.887	21.651
Si	36.529	-4.386	21.725
Si	39.753	-1.315	21.438
Si	25.656	1.362	21.584
Si	39.601	4.149	21.692
Si	25.535	6.416	21.564
Si	39.109	-7.088	21.753
Si	42.498	-4.004	21.671
Si	28.298	-1.541	21.608
Si	31.569	1.528	21.862
Si	28.712	4.458	21.51
Si	30.999	-9.728	21.854
Si	28.758	-6.342	21.63
Si	31.025	-4.195	21.438
Si	39.898	6.702	-4.617
Si	34.08	8.128	26.022
Si	33.598	2.323	-6.773
Si	37.548	-3.829	24.666
Si	32.702	-3.064	23.8
Si	28.828	-3.889	-4
Si	38.345	2.125	23.596
Si	24.82	6.501	-6.177
Si	34.145	0.609	25.862
Si	30.717	5.511	-2.933
Si	36.458	-7.117	-4.266
Si	31.682	0.779	-2.889
Si	36.601	7.191	24.555
Si	31.32	1.061	24.875
Si	26.186	-0.791	25.722
Si	26.073	7.142	24.472
Si	37.896	-0.287	-1.983
Si	26.465	6.478	-3.639
Si	29.162	7.675	-4.279
Si	37.662	4.452	-4.388
Si	40.665	-4.845	-6.935
Si	31.611	-1.504	-6.895
Si	35.241	6.263	-4.485
Si	25.199	-0.706	-4.727
Si	28.56	1.327	25.553
Si	32.051	3.933	25.931
Si	31.04	1.116	-5.685
Si	29.846	-6.248	-2.67
Si	38.281	5.253	-1.619
Si	36.467	-1.338	25.591
Si	38.371	-6.674	24.654
Si	28.342	-2.363	24.39
Si	29.193	-0.989	-2.819
Si	25.164	-7.827	-1.981
Si	34.549	-4.552	-4.175
Si	32.989	-6.034	24.376
Si	33.56	4.472	-2.776
Si	34.34	1.6	-3.903
Si	28.02	3.975	-2.776
Si	35.758	-2.572	-2.052
Si	30.829	-2.726	26.167
Si	23.327	6.757	25.671
Si	30.477	-4.296	-6.581
Si	38.955	-0.59	24.045
Si	25.783	-6.443	25.704
Si	27.22	-5.024	23.696
Si	41.061	-5.13	-3.939
Si	26.168	-5.044	-2.827
Si	32.64	-5.595	-2.057
Si	27.014	1.11	-3.013
Si	31.457	6.716	24.884
Si	37.317	1.328	-4.295
Si	34.839	3.413	24.983
Si	27.224	2.965	23.726
Si	34.069	-1.431	5.53
Si	36.768	1.291	5.543
Si	34.038	4.031	5.537
Si	36.744	6.752	5.537
Si	34.047	9.441	5.525
Si	36.745	12.189	5.607
Si	39.512	-1.483	5.589
Si	42.216	1.279	5.516
Si	39.484	3.991	5.533
Si	42.198	6.725	5.496
Si	39.476	9.459	5.537
Si	42.219	12.186	5.483
Si	28.631	-1.398	5.446
Si	31.333	1.323	5.547
Si	28.636	4.038	5.458
Si	31.4	6.735	5.512
Si	28.657	9.5	5.444
Si	31.34	-4.142	5.443
Si	35.411	-0.063	6.895
Si	38.127	2.647	6.895
Si	35.402	5.387	6.89
Si	38.115	8.103	6.889
Si	35.387	10.802	6.906
Si	38.14	-2.807	6.943
Si	40.857	-0.066	6.889
Si	43.572	2.66	6.845
Si	40.849	5.366	6.866
Si	43.559	8.092	6.84
Si	40.859	10.825	6.858
Si	43.582	-2.769	6.818
Si	29.961	-0.05	6.847
Si	32.683	2.687	6.893
Si	29.985	5.4	6.827
Si	32.708	8.102	6.893
Si	29.98	-5.461	6.828
Si	32.687	-2.794	6.843
Si	34.047	1.312	8.229
Si	36.768	4.022	8.233
Si	34.061	6.754	8.248
Si	36.769	9.461	8.251
Si	34.032	-4.135	8.233
Si	36.777	-1.413	8.255
Si	39.494	1.293	8.241
Si	42.212	4.009	8.214
Si	39.484	6.73	8.22
Si	42.21	9.453	8.205
Si	39.51	-4.167	8.258
Si	42.227	-1.431	8.214
Si	28.595	1.339	8.164
Si	31.322	4.058	8.218
Si	28.612	6.788	8.146
Si	31.328	-6.828	8.196
Si	28.613	-4.089	8.165
Si	31.332	-1.41	8.189
Si	32.679	-0.048	9.559
Si	35.407	2.671	9.583
Si	32.681	5.408	9.58
Si	35.413	8.107	9.605
Si	32.675	-5.484	9.581
Si	35.404	-2.776	9.586
Si	38.137	-0.056	9.604
Si	40.852	2.659	9.583
Si	38.13	5.379	9.587
Si	40.846	8.096	9.567
Si	38.137	-5.511	9.604
Si	40.868	-2.785	9.584
Si	27.227	-0.002	9.507
Si	29.95	2.693	9.536
Si	27.239	5.437	9.485
Si	29.957	8.139	9.53
Si	27.237	-5.447	9.494
Si	29.962	-2.745	9.544
Si	34.04	-1.401	10.922
Si	36.768	1.314	10.939
Si	34.047	4.046	10.924
Si	36.773	6.739	10.947
Si	34.044	9.479	10.936
Si	36.774	-4.136	10.938
Si	39.503	-1.425	10.942
Si	42.209	1.291	10.931
Si	39.491	4.018	10.94
Si	42.207	6.731	10.916
Si	39.494	9.443	10.947
Si	42.225	-4.156	10.923
Si	28.594	-1.356	10.864
Si	31.317	1.336	10.891
Si	28.592	4.084	10.859
Si	31.313	6.788	10.903
Si	28.596	9.517	10.863
Si	31.314	-4.105	10.912
Si	35.396	-0.039	12.279
Si	38.123	2.669	12.299
Si	35.401	5.393	12.298
Si	38.129	8.092	12.305
Si	35.414	10.828	12.291
Si	38.138	-2.782	12.294
Si	40.855	-0.066	12.303
Si	43.561	2.658	12.279
Si	40.851	5.378	12.292
Si	43.564	8.096	12.262
Si	40.863	10.807	12.287
Si	43.575	-2.793	12.278
Si	29.947	-0.004	12.239
Si	32.673	2.695	12.254
Si	29.944	5.432	12.24
Si	32.671	8.129	12.278
Si	29.944	-5.458	12.251
Si	32.675	-2.751	12.272
Si	34.035	1.347	13.615
Si	36.759	4.029	13.656
Si	34.03	6.765	13.635
Si	36.766	9.456	13.655
Si	34.04	-4.123	13.618
Si	36.759	-1.409	13.62
Si	39.481	1.302	13.648
Si	42.21	4.02	13.652
Si	39.481	6.725	13.657
Si	42.207	9.431	13.644
Si	39.505	-4.151	13.644
Si	42.217	-1.442	13.649
Si	28.586	1.393	13.559
Si	31.316	4.077	13.591
Si	28.578	6.802	13.583
Si	31.299	9.496	13.615
Si	28.588	-4.055	13.568
Si	31.311	-1.361	13.6
Si	32.658	0.014	14.956
Si	35.381	2.686	15.007
Si	32.663	5.413	14.984
Si	35.38	8.113	15.008
Si	32.677	-5.478	14.966
Si	35.392	-2.759	14.968
Si	38.105	-0.059	14.99
Si	40.834	2.665	15.004
Si	38.11	5.383	15.024
Si	40.847	8.069	15.012
Si	38.154	10.801	14.998
Si	40.867	-2.807	15.016
Si	27.223	0.029	14.883
Si	29.938	2.748	14.936
Si	27.222	5.458	14.952
Si	29.933	8.137	14.964
Si	27.213	10.92	14.901
Si	29.947	-2.713	14.947
Si	50.066	-1.081	-0.272
Si	-45.239	1.561	-0.02
Si	50.506	3.823	0.047
Si	-44.471	6.467	-0.226
Si	50.1	9.677	0.085
Si	-44.472	-4.321	-0.281
Si	-41.875	-1.647	0.15
Si	-39.405	1.234	-0.013
Si	-42.181	4.321	0.221
Si	-39.286	6.449	0.264
Si	-42.265	9.723	-0.049
Si	41.779	12.317	0.273
Si	44.897	-1.392	0.141
Si	47.78	1.15	0.011
Si	44.542	4.272	0.106
Si	47.297	7.02	-0.041
Si	45.003	9.178	-0.061
Si	47.877	11.885	-0.105
Si	-46.305	-0.076	1.238
Si	-43.516	2.659	1.224
Si	-46.164	5.448	1.165
Si	-43.494	8.133	1.176
Si	-46.16	-5.377	1.136
Si	-43.519	-2.814	1.291
Si	-40.824	0.011	1.385
Si	43.407	2.638	1.327
Si	-40.792	5.424	1.691
Si	43.498	8.172	1.445
Si	-40.778	10.862	1.36
Si	43.557	-2.882	1.372
Si	46.191	0.067	1.399
Si	48.944	2.676	1.361
Si	46.243	5.381	1.298
Si	48.898	8.109	1.324
Si	46.218	10.793	1.194
Si	48.983	-2.736	1.113
Si	-47.627	1.269	2.682
Si	-44.859	4.065	2.607
Si	-47.575	6.744	2.577
Si	-44.886	9.496	2.541
Si	-47.543	-4.04	2.538
Si	-44.908	-1.419	2.59
Si	-42.227	1.334	2.688
Si	-39.478	3.992	2.914
Si	-42.21	6.893	2.759
Si	-39.441	9.503	2.718
Si	-42.167	12.195	2.714
Si	42.239	-1.431	2.727
Si	44.834	1.387	2.739
Si	47.6	4.056	2.682
Si	44.882	6.731	2.726
Si	47.562	9.488	2.667
Si	44.913	12.094	2.69
Si	47.598	-1.432	2.592
Si	-48.984	-0.091	4.022
Si	-46.235	2.682	3.981
Si	-48.919	5.402	4.001
Si	-46.247	8.142	3.944
Si	-48.927	-5.438	3.931
Si	-46.248	-2.742	4
Si	-43.569	-0.058	4.001
Si	-40.888	2.633	4.143
Si	-43.553	5.43	4.034
Si	-40.818	8.194	4.106
Si	-43.543	10.809	4.007
Si	-40.79	-2.73	4.027
Si	43.554	-0.049	4.102
Si	46.234	2.72	4.069
Si	43.548	5.369	4.121
Si	46.247	8.11	4.064
Si	43.559	10.811	4.124
Si	46.271	-2.799	3.998
Si	-47.602	-1.441	16.331
Si	-44.875	1.286	16.264
Si	-47.554	4.018	16.253
Si	-44.871	6.763	16.302
Si	-47.558	-6.87	16.357
Si	-44.876	-4.117	16.287
Si	-42.166	-1.431	16.306
Si	42.19	1.284	16.342
Si	-42.167	4.057	16.293
Si	42.194	6.72	16.397
Si	-42.11	9.47	16.286
Si	42.224	-4.196	16.376
Si	44.943	-1.48	16.348
Si	47.617	1.287	16.299
Si	44.933	4.031	16.372
Si	47.596	6.739	16.333
Si	44.911	9.453	16.402
Si	47.628	-4.172	16.336
Si	-46.186	-0.102	17.639
Si	-43.572	2.702	17.604
Si	-46.226	5.372	17.639
Si	-43.46	8.11	17.623
Si	-46.211	-5.443	17.682
Si	-43.505	-2.822	17.685
Si	-40.809	-0.012	17.593
Si	43.553	2.652	17.68
Si	-40.803	5.405	17.669
Si	43.544	8.079	17.766
Si	-40.798	10.807	17.723
Si	43.623	-2.874	17.726
Si	46.315	-0.116	17.679
Si	48.977	2.694	17.585
Si	46.269	5.408	17.766
Si	48.983	8.054	17.683
Si	46.294	10.818	17.748
Si	48.946	-2.807	17.707
Si	50.322	1.302	18.865
Si	-44.895	4.038	19.029
Si	50.299	6.644	19.025
Si	-44.749	-6.781	18.942
Si	50.305	-4.135	19.079
Si	-44.843	-1.471	19.047
Si	-42.188	1.375	18.905
Si	42.223	3.962	19.114
Si	-42.184	6.736	19.051
Si	42.262	9.428	19.208
Si	-42.192	-4.201	19.101
Si	-39.459	-1.401	18.905
Si	44.942	1.267	18.952
Si	47.728	4.059	19.045
Si	44.858	6.733	19.169
Si	47.659	9.417	19.051
Si	44.995	-4.172	19.215
Si	47.612	-1.473	19.125
Si	49.102	-0.093	20.277
Si	51.543	2.703	20.258
Si	49.037	5.368	20.609
Si	51.753	8.108	20.049
Si	48.975	10.771	20.444
Si	51.693	-2.818	20.457
Si	-43.474	0.008	20.278
Si	-40.857	2.72	20.288
Si	-43.538	5.351	20.443
Si	-40.856	8.078	20.483
Si	-43.48	-5.567	20.582
Si	-40.808	-2.756	20.289
Si	43.567	-0.091	20.241
Si	46.344	2.601	20.238
Si	43.531	5.308	20.562
Si	46.32	8.088	20.447
Si	43.743	10.67	20.626
Si	46.271	-2.712	20.663
Si	50.73	-1.048	21.688
Si	52.835	1.245	21.433
Si	50.043	3.617	21.873
Si	53.081	6.956	21.532
Si	50.567	9.418	21.516
Si	52.666	-4.546	21.744
Si	-41.875	-1.123	21.553
Si	42.009	0.926	21.629
Si	-41.871	4.285	21.751
Si	41.794	6.413	21.769
Si	-42.485	-7.3	21.938
Si	-39.23	-3.802	21.633
Si	44.482	-1.532	21.827
Si	47.854	1.372	21.536
Si	45.285	4.118	21.637
Si	47.356	6.515	21.821
Si	45.469	9.583	22.057
Si	47.524	-4.327	21.855
Si	-43.02	3.762	-3.631
Si	-46.959	7.337	23.631
Si	48.239	-6.082	26.066
Si	-45.77	-4.226	24.609
Si	-48.87	-3.665	24.574
Si	46.586	-5.24	-5.158
Si	-43.41	2.425	23.653
Si	40.255	-2.405	25.633
Si	-47.97	-0.914	24.717
Si	44.57	1.7	-4.001
Si	-46.908	-7.111	-2.752
Si	47.342	2.505	-2.795
Si	-45.282	-7.183	25.601
Si	47.469	0.683	24.403
Si	44.943	5.761	-5.094
Si	41.944	6.86	24.801
Si	-42.379	-0.901	-2.858
Si	41.342	5.916	-2.366
Si	46.419	8.12	-6.144
Si	-44.586	6.363	-3.353
Si	-44.486	3.998	26.004
Si	48.843	-0.855	-5.885
Si	-47.364	6.393	-4.165
Si	42.239	-2.347	-4.201
Si	43.652	0.414	24.108
Si	-45.608	-4.709	-5.675
Si	-48.32	-1.811	-3.146
Si	44.79	-3.693	-3.489
Si	-44.129	1.373	-2.735
Si	-45.19	-1.453	25.869
Si	-42.286	-7.801	24.956
Si	47.294	4.35	-6.744
Si	46.902	-2.442	-2.066
Si	39.019	-7.125	-2.776
Si	-48.274	-4.759	-4.252
Si	-44.126	1.75	-5.472
Si	48.62	5.139	-2.153
Si	48.765	1.941	-5.247
Si	43.816	4.225	-2.75
Si	-44.058	-3.344	-3.195
Si	-48.856	6.86	-6.709
Si	39.118	5.919	26.009
Si	44.152	5.048	26.143
Si	-42.657	-0.478	24.215
Si	40.983	-6.903	26.06
Si	42.095	-4.407	24.565
Si	-41.989	-5.255	-4.16
Si	43.234	-5.473	-1.965
Si	-44.417	-7.06	-4.277
Si	43.053	-0.156	-2.12
Si	46.796	8.14	24.344
Si	-40.431	3.174	-2.158
Si	-47.309	4.674	24.809
Si	45.483	2.831	24.468
Si	-47.603	-1.41	5.392
Si	-44.9	1.323	5.373
Si	-47.592	4.024	5.372
Si	-44.924	6.781	5.371
Si	-47.598	9.5	5.322
Si	-44.897	12.193	5.355
Si	-42.18	-1.39	5.376
Si	-39.481	1.294	5.457
Si	-42.212	4.069	5.431
Si	-39.478	6.792	5.452
Si	-42.194	9.519	5.443
Si	-39.473	12.229	5.428
Si	44.931	-1.435	5.406
Si	-50.326	1.3	5.383
Si	44.915	4.042	5.482
Si	-50.276	6.758	5.389
Si	44.908	9.441	5.463
Si	-50.278	-4.131	5.368
Si	-46.248	-0.039	6.748
Si	-43.556	2.68	6.768
Si	-46.258	5.405	6.745
Si	-43.55	8.116	6.758
Si	-46.247	10.835	6.727
Si	-43.535	-2.766	6.73
Si	-40.84	-0.059	6.796
Si	-38.105	2.678	6.795
Si	-40.832	5.412	6.791
Si	-38.098	8.156	6.789
Si	-40.828	10.874	6.793
Si	-38.105	-2.74	6.792
Si	-51.654	-0.061	6.778
Si	-48.952	2.662	6.742
Si	-51.623	5.407	6.794
Si	-48.929	8.135	6.735
Si	-51.631	-5.489	6.766
Si	-48.945	-2.778	6.76
Si	-47.6	1.312	8.123
Si	-44.906	4.047	8.123
Si	-47.599	6.763	8.118
Si	-44.899	9.481	8.114
Si	-47.589	-4.138	8.118
Si	-44.884	-1.404	8.104
Si	-42.185	1.327	8.134
Si	-39.46	4.049	8.14
Si	-42.192	6.769	8.139
Si	-39.463	9.505	8.144
Si	-42.188	-4.096	8.139
Si	-39.469	-1.399	8.157
Si	44.926	1.287	8.18
Si	-50.287	4.019	8.14
Si	44.931	6.737	8.18
Si	-50.285	-6.852	8.13
Si	44.937	-4.143	8.158
Si	-50.294	-1.42	8.135
Si	-48.943	-0.056	9.496
Si	-46.249	2.678	9.489
Si	-48.941	5.394	9.496
Si	-46.242	8.115	9.487
Si	-48.936	-5.494	9.498
Si	-46.231	-2.772	9.474
Si	-43.533	-0.047	9.486
Si	-40.814	2.68	9.495
Si	-43.539	5.395	9.493
Si	-40.819	8.129	9.49
Si	-43.538	-5.481	9.481
Si	-40.822	-2.757	9.513
Si	43.574	-0.061	9.564
Si	46.279	2.664	9.521
Si	43.573	5.378	9.553
Si	46.285	8.112	9.518
Si	43.579	-5.498	9.538
Si	46.28	-2.776	9.519
Si	-47.586	-1.424	10.848
Si	-44.883	1.317	10.845
Si	-47.592	4.035	10.864
Si	-44.888	6.758	10.855
Si	-47.588	9.467	10.866
Si	-44.883	-4.126	10.853
Si	-42.174	-1.394	10.867
Si	-39.453	1.327	10.866
Si	-42.168	4.04	10.851
Si	-39.45	6.769	10.844
Si	-42.174	9.487	10.848
Si	-39.452	-4.114	10.863
Si	44.929	-1.432	10.907
Si	-50.294	1.296	10.875
Si	44.923	4.011	10.906
Si	-50.294	6.741	10.878
Si	44.927	9.455	10.896
Si	-50.289	-4.144	10.873
Si	-46.232	-0.055	12.2
Si	-43.514	2.668	12.209
Si	-46.236	5.395	12.226
Si	-43.523	8.12	12.209
Si	-46.229	10.828	12.223
Si	-43.525	-2.771	12.219
Si	-40.801	-0.044	12.226
Si	-38.087	2.695	12.216
Si	-40.805	5.405	12.206
Si	-38.08	8.123	12.2
Si	-40.811	10.839	12.212
Si	-38.089	-2.76	12.226
Si	-51.642	-0.061	12.258
Si	-48.947	2.667	12.227
Si	-51.649	5.387	12.258
Si	-48.942	8.107	12.235
Si	-51.637	-5.504	12.251
Si	-48.931	-2.785	12.228
Si	-47.59	1.291	13.565
Si	-44.864	4.03	13.567
Si	-47.59	6.753	13.597
Si	-44.867	9.474	13.585
Si	-47.587	-4.151	13.597
Si	-44.886	-1.41	13.571
Si	-42.154	1.315	13.582
Si	-39.445	4.057	13.576
Si	-42.162	6.764	13.565
Si	-39.437	9.479	13.554
Si	-42.161	-4.126	13.582
Si	-39.444	-1.407	13.591
Si	44.908	1.284	13.63
Si	-50.297	4.016	13.607
Si	44.911	6.742	13.631
Si	-50.292	9.454	13.619
Si	44.923	-4.168	13.628
Si	-50.282	-1.433	13.601
Si	-48.928	-0.065	14.952
Si	-46.222	2.646	14.9
Si	-48.95	5.393	14.958
Si	-46.224	8.118	14.948
Si	-48.923	-5.522	14.982
Si	-46.241	-2.768	14.938
Si	-43.508	-0.069	14.925
Si	-40.801	2.695	14.935
Si	-43.519	5.407	14.928
Si	-40.782	8.118	14.91
Si	-43.507	10.829	14.952
Si	-40.796	-2.781	14.953
Si	43.573	-0.088	15.011
Si	46.254	2.662	14.973
Si	43.566	5.385	15.016
Si	46.255	8.113	14.991
Si	43.568	10.784	14.997
Si	46.292	-2.807	14.963
Si	-31.734	-1.166	-0.052
Si	-28.966	1.51	-0.024
Si	-31.084	3.798	0.026
Si	-28.427	6.782	-0.302
Si	-31.777	9.838	-0.141
Si	-28.273	-4.315	0.021
Si	-25.676	-1.548	-0.073
Si	-23.307	1.653	0.117
Si	-25.636	3.755	-0.182
Si	-22.733	6.499	-0.065
Si	-26.026	9.759	0.045
Si	-39.657	12.428	0.025
Si	-36.988	-0.848	0.042
Si	-33.827	1.179	0.148
Si	-37.045	4.326	0.159
Si	-34.28	7.023	0.132
Si	-36.433	9.256	0.212
Si	-34.007	11.997	0.214
Si	-30.069	-0.075	1.282
Si	-27.257	2.666	1.171
Si	-29.817	5.428	1.143
Si	-27.148	8.078	1.218
Si	-30.028	-5.441	1.135
Si	-27.18	-2.712	1.33
Si	-24.509	0.003	1.285
Si	-38.222	2.745	1.395
Si	-24.495	5.422	1.144
Si	-38.094	8.112	1.403
Si	-24.448	10.954	1.294
Si	-38.001	-2.694	1.198
Si	-35.413	0.089	1.473
Si	-32.621	2.708	1.422
Si	-35.416	5.436	1.422
Si	-32.673	8.208	1.329
Si	-35.369	10.775	1.597
Si	-32.763	-2.719	1.369
Si	-31.312	1.299	2.751
Si	-28.527	4.077	2.59
Si	-31.225	6.789	2.543
Si	-28.628	9.472	2.513
Si	-31.289	-4.075	2.63
Si	-28.61	-1.366	2.624
Si	-25.913	1.349	2.616
Si	-23.22	4.156	2.732
Si	-25.799	6.765	2.596
Si	-23.116	9.534	2.628
Si	-25.827	12.259	2.707
Si	-39.392	-1.38	2.659
Si	-36.788	1.446	2.768
Si	-34.014	4.078	2.716
Si	-36.753	6.776	2.812
Si	-33.958	9.451	2.862
Si	-36.764	12.268	2.707
Si	-34.089	-1.372	2.76
Si	-32.691	-0.029	4.099
Si	-29.898	2.718	3.999
Si	-32.605	5.46	3.984
Si	-29.918	8.144	3.969
Si	-32.596	-5.427	4.082
Si	-29.934	-2.736	4.011
Si	-27.252	0	4.002
Si	-24.563	2.725	4.024
Si	-27.182	5.427	3.981
Si	-24.487	8.163	3.979
Si	-27.256	10.843	3.944
Si	-24.504	-2.692	4.084
Si	-38.096	-0.014	4.078
Si	-35.377	2.751	4.106
Si	-38.09	5.404	4.17
Si	-35.367	8.11	4.158
Si	-38.111	10.892	4.064
Si	-35.407	-2.745	4.109
Si	-31.316	-1.365	16.29
Si	-28.594	1.341	16.308
Si	-31.316	4.053	16.308
Si	-28.616	6.794	16.35
Si	-31.296	-6.821	16.298
Si	-28.595	-4.092	16.299
Si	-25.898	-1.378	16.33
Si	-39.42	1.336	16.274
Si	-25.9	4.105	16.315
Si	-39.457	6.773	16.309
Si	-25.891	9.536	16.308
Si	-39.447	-4.151	16.325
Si	-36.706	-1.395	16.291
Si	-33.995	1.331	16.309
Si	-36.719	4.053	16.296
Si	-34.035	6.731	16.304
Si	-36.762	9.471	16.331
Si	-34.016	-4.111	16.311
Si	-29.938	-0.043	17.659
Si	-27.271	2.755	17.649
Si	-29.994	5.409	17.7
Si	-27.249	8.202	17.664
Si	-29.97	-5.423	17.659
Si	-27.241	-2.76	17.689
Si	-24.561	-0.01	17.697
Si	-38.054	2.683	17.65
Si	-24.546	5.429	17.718
Si	-38.133	8.119	17.72
Si	-24.578	10.861	17.751
Si	-38.058	-2.774	17.626
Si	-35.334	-0.052	17.664
Si	-32.651	2.693	17.688
Si	-35.394	5.392	17.707
Si	-32.626	8.07	17.611
Si	-35.377	10.833	17.657
Si	-32.681	-2.706	17.659
Si	-31.261	1.325	19.022
Si	-28.631	4.067	19.057
Si	-31.351	6.746	19.086
Si	-28.622	-6.769	19.024
Si	-31.312	-4.028	19.008
Si	-28.599	-1.412	19.037
Si	-25.928	1.411	18.999
Si	-39.423	4.037	18.997
Si	-25.892	6.858	19.026
Si	-39.463	9.474	19.144
Si	-25.942	-4.103	19.126
Si	-23.235	-1.423	19.052
Si	-36.671	1.321	18.993
Si	-34.025	4.028	19.074
Si	-36.789	6.74	19.071
Si	-33.991	9.402	18.917
Si	-36.693	-4.096	19.037
Si	-34.008	-1.39	19.092
Si	-32.585	-0.045	20.403
Si	-29.945	2.682	20.442
Si	-32.72	5.414	20.496
Si	-29.949	8.135	20.351
Si	-32.678	10.824	20.205
Si	-29.962	-2.714	20.463
Si	-27.295	0.058	20.312
Si	-24.591	2.66	20.476
Si	-27.288	5.508	20.32
Si	-24.618	8.164	20.555
Si	-27.349	-5.411	20.493
Si	-24.598	-2.735	20.48
Si	-38.083	-0.041	20.229
Si	-35.325	2.589	20.448
Si	-38.116	5.333	20.463
Si	-35.35	8.113	20.331
Si	-38.05	10.879	20.427
Si	-35.34	-2.756	20.487
Si	-31.062	-1.15	21.821
Si	-28.824	1.094	21.787
Si	-31.532	3.809	21.734
Si	-28.414	7.019	21.732
Si	-31.124	9.741	21.539
Si	-28.94	-4.297	21.867
Si	-25.797	-1.075	21.659
Si	-39.677	1.114	21.467
Si	-25.82	4.298	21.631
Si	-39.669	6.53	21.774
Si	-26.282	-7.007	21.802
Si	-22.997	-3.971	21.684
Si	-37.024	-1.563	21.64
Si	-33.661	1.496	21.76
Si	-36.566	4.081	21.742
Si	-34.431	6.478	21.756
Si	-36.376	9.74	21.639
Si	-34.126	-4.428	21.667
Si	-27.189	5.218	-5.724
Si	-31.559	-7.984	24.212
Si	-30.275	0.035	-6.574
Si	-27.245	-1.501	24.369
Si	-32.246	-3.162	23.945
Si	-34.562	-5.202	-4.797
Si	-27.261	2.781	23.961
Si	-37.961	7.621	-6.412
Si	-31.617	1.428	26.122
Si	-35.54	1.219	-4.473
Si	-30.109	-7.797	-2.206
Si	-35.241	2.986	-2.02
Si	-29.123	-7.063	25.832
Si	-34.129	0.781	24.759
Si	-36.161	5.667	-5.184
Si	-38.179	-7.854	23.817
Si	-27.703	-0.355	-2.254
Si	-40.392	6.912	-4.793
Si	-35.804	-7.83	-4.717
Si	-29.62	3.667	-4.941
Si	-28.581	4.686	26.005
Si	-37.044	6.561	25.863
Si	-30.954	6.043	-4.013
Si	-39.492	-1.697	-3.989
Si	-36.774	-0.371	24.544
Si	-33.442	3.515	25.437
Si	-32.19	-1.911	-2.938
Si	-37.589	-6.712	-2.495
Si	-26.555	5.469	-2.539
Si	-29.459	-0.608	26.033
Si	-24.505	-5.678	23.954
Si	-37.301	-3.111	25.739
Si	-34.924	-3.4	-2.502
Si	-40.395	8.14	-1.998
Si	-31.662	-4.252	-4.931
Si	-29.391	-4.217	24.807
Si	-33.041	5.158	-2.073
Si	-32.795	0.087	-5.047
Si	-38.58	4.361	-4.151
Si	-28.189	-3.112	-2.895
Si	-31.244	5.062	-6.74
Si	-38.973	-2.223	-6.908
Si	-39.215	4.281	26.173
Si	-25.703	0.957	25.684
Si	-37.697	2.391	-6.359
Si	-39.264	-4.956	24.352
Si	-25.421	-3.633	-4.042
Si	-39.333	-4.666	-3.051
Si	-29.368	-5.715	-4.117
Si	-36.733	-1.22	-2.925
Si	-34.346	6.1	24.604
Si	-28.095	1.017	-4.852
Si	-30.34	5.704	23.861
Si	-38.132	2.392	23.897
Si	-31.294	-1.391	5.405
Si	-28.57	1.365	5.391
Si	-31.271	4.079	5.358
Si	-28.557	6.791	5.341
Si	-31.246	9.496	5.393
Si	-28.573	12.213	5.358
Si	-25.891	-1.341	5.402
Si	-23.165	1.403	5.411
Si	-25.879	4.082	5.406
Si	-23.137	6.845	5.404
Si	-25.882	9.507	5.336
Si	-23.148	12.245	5.422
Si	-36.745	-1.366	5.451
Si	-34.029	1.354	5.441
Si	-36.713	4.071	5.502
Si	-33.963	6.755	5.437
Si	-36.738	9.527	5.432
Si	-34.002	-4.098	5.429
Si	-29.935	-0.007	6.748
Si	-27.225	2.72	6.771
Si	-29.919	5.439	6.728
Si	-27.214	8.148	6.731
Si	-29.909	10.864	6.758
Si	-27.234	-2.731	6.744
Si	-24.516	0.017	6.764
Si	-21.796	2.752	6.782
Si	-24.499	5.454	6.75
Si	-21.784	8.183	6.791
Si	-24.532	10.872	6.741
Si	-21.797	-2.721	6.805
Si	-35.377	-0.013	6.803
Si	-32.634	2.725	6.752
Si	-35.331	5.423	6.821
Si	-32.623	8.153	6.766
Si	-35.364	-5.455	6.791
Si	-32.647	-2.737	6.784
Si	-31.288	1.353	8.116
Si	-28.584	4.083	8.12
Si	-31.273	6.786	8.118
Si	-28.56	9.504	8.119
Si	-31.283	-4.107	8.126
Si	-28.584	-1.371	8.116
Si	-25.866	1.368	8.137
Si	-23.154	4.105	8.143
Si	-25.863	6.802	8.118
Si	-23.163	9.537	8.133
Si	-25.875	-4.082	8.116
Si	-23.165	-1.349	8.141
Si	-36.742	1.333	8.161
Si	-33.985	4.052	8.157
Si	-36.722	6.792	8.14
Si	-33.998	-6.823	8.132
Si	-36.731	-4.097	8.143
Si	-34.008	-1.379	8.144
Si	-32.644	-0.011	9.485
Si	-29.935	2.715	9.483
Si	-32.633	5.431	9.495
Si	-29.927	8.149	9.485
Si	-32.646	-5.46	9.493
Si	-29.934	-2.734	9.485
Si	-27.227	-0.006	9.484
Si	-24.512	2.731	9.502
Si	-27.223	5.439	9.484
Si	-24.51	8.162	9.494
Si	-27.219	-5.446	9.487
Si	-24.522	-2.721	9.492
Si	-38.1	-0.036	9.51
Si	-35.367	2.696	9.502
Si	-38.087	5.415	9.485
Si	-35.359	8.143	9.498
Si	-38.091	-5.464	9.499
Si	-35.369	-2.743	9.503
Si	-31.292	-1.376	10.847
Si	-28.58	1.356	10.85
Si	-31.287	4.068	10.855
Si	-28.581	6.79	10.855
Si	-31.294	9.497	10.855
Si	-28.581	-4.093	10.854
Si	-25.879	-1.362	10.857
Si	-23.168	1.367	10.879
Si	-25.876	4.083	10.863
Si	-23.162	6.808	10.881
Si	-25.865	9.521	10.857
Si	-23.167	-4.073	10.871
Si	-36.734	-1.394	10.865
Si	-34.009	1.332	10.852
Si	-36.731	4.059	10.853
Si	-34.005	6.778	10.858
Si	-36.724	9.497	10.853
Si	-34.01	-4.107	10.86
Si	-29.938	-0.011	12.208
Si	-27.232	2.717	12.226
Si	-29.94	5.43	12.223
Si	-27.229	8.159	12.21
Si	-29.942	10.864	12.215
Si	-27.231	-2.727	12.219
Si	-24.529	-0.004	12.233
Si	-21.815	2.727	12.248
Si	-24.529	5.443	12.236
Si	-21.803	8.157	12.258
Si	-24.516	10.877	12.234
Si	-21.821	-2.712	12.245
Si	-35.367	-0.029	12.212
Si	-32.653	2.701	12.202
Si	-35.371	5.415	12.216
Si	-32.657	8.141	12.225
Si	-35.372	-5.469	12.225
Si	-32.65	-2.739	12.21
Si	-31.296	1.348	13.565
Si	-28.591	4.072	13.594
Si	-31.305	6.781	13.589
Si	-28.586	9.506	13.578
Si	-31.302	-4.102	13.579
Si	-28.593	-1.371	13.579
Si	-25.882	1.356	13.597
Si	-23.182	4.078	13.606
Si	-25.894	6.805	13.591
Si	-23.169	9.514	13.61
Si	-25.874	-4.079	13.589
Si	-23.184	-1.363	13.612
Si	-36.721	1.333	13.571
Si	-34.016	4.042	13.567
Si	-36.732	6.771	13.579
Si	-34.025	9.488	13.595
Si	-36.735	-4.12	13.591
Si	-34.01	-1.387	13.572
Si	-32.655	-0.01	14.92
Si	-29.952	2.701	14.945
Si	-32.669	5.398	14.931
Si	-29.939	8.144	14.944
Si	-32.662	-5.465	14.942
Si	-29.953	-2.732	14.94
Si	-27.238	-0.016	14.949
Si	-24.54	2.721	14.975
Si	-27.257	5.455	14.958
Si	-24.54	8.155	14.962
Si	-27.238	10.88	14.933
Si	-24.526	-2.737	14.984
Si	-38.069	-0.036	14.928
Si	-35.364	2.685	14.943
Si	-38.088	5.415	14.947
Si	-35.387	8.122	14.963
Si	-38.098	10.823	14.943
Si	-35.361	-2.756	14.932
Si	-15.182	-1.091	0.053
Si	-12.466	1.535	0.346
Si	-14.616	3.784	0.097
Si	-12.512	7.166	-0.04
Si	-14.728	-6.864	-0.063
Si	-11.915	-4.096	0.193
Si	-9.224	-1.466	0.293
Si	-7.031	1.844	0.221
Si	-9.419	3.942	0.312
Si	-6.499	6.596	0.088
Si	-9.697	-6.286	0.112
Si	-23.371	12.625	-0.004
Si	-20.284	-1.502	0.192
Si	-17.366	1.155	0.071
Si	-20.611	4.195	0.202
Si	-17.906	7.211	-0.069
Si	-20.196	9.368	0.028
Si	-18.012	12.648	0.095
Si	-13.689	-0.005	1.538
Si	-10.92	2.749	1.616
Si	-13.582	5.524	1.313
Si	-10.886	8.315	1.277
Si	-13.594	-5.311	1.324
Si	-10.807	-2.612	1.581
Si	-8.102	0.159	1.504
Si	-21.819	2.752	1.54
Si	-8.228	5.618	1.408
Si	-21.738	8.148	1.302
Si	-8.152	-5.277	1.531
Si	-21.843	-2.665	1.455
Si	-19.027	0.08	1.374
Si	-16.257	2.73	1.417
Si	-18.972	5.506	1.264
Si	-16.317	8.301	1.281
Si	-19.064	10.952	1.342
Si	-16.365	-2.621	1.392
Si	-14.993	1.397	2.88
Si	-12.273	4.221	2.819
Si	-15.004	6.861	2.661
Si	-12.257	-6.697	2.716
Si	-14.982	-4.004	2.71
Si	-12.263	-1.308	2.857
Si	-9.533	1.398	2.915
Si	-6.934	4.223	2.897
Si	-9.58	6.973	2.74
Si	-6.834	-6.734	2.801
Si	-9.492	-3.972	2.948
Si	-23.172	-1.277	2.755
Si	-20.39	1.391	2.769
Si	-17.657	4.145	2.677
Si	-20.365	6.815	2.689
Si	-17.664	9.624	2.702
Si	-20.467	12.238	2.737
Si	-17.714	-1.286	2.789
Si	-16.374	0.045	4.194
Si	-13.62	2.813	4.17
Si	-16.328	5.5	4.072
Si	-13.63	8.226	4.054
Si	-16.325	-5.366	4.094
Si	-13.641	-2.689	4.149
Si	-10.917	0.047	4.231
Si	-8.225	2.814	4.257
Si	-10.896	5.571	4.148
Si	-8.211	8.252	4.163
Si	-10.92	-5.379	4.174
Si	-8.148	-2.591	4.263
Si	-21.772	0.037	4.108
Si	-19.033	2.793	4.074
Si	-21.783	5.489	4.053
Si	-19.032	8.214	4.045
Si	-21.795	10.86	4.074
Si	-19.091	-2.696	4.087
Si	-15.034	-1.352	16.391
Si	-12.263	1.4	16.375
Si	-15.011	4.133	16.369
Si	-12.286	6.817	16.406
Si	-15.041	-6.817	16.41
Si	-12.313	-4.086	16.419
Si	-9.572	-1.325	16.389
Si	-23.195	1.358	16.354
Si	-9.562	4.13	16.403
Si	-23.201	6.78	16.329
Si	-9.546	9.56	16.428
Si	-23.191	-4.112	16.375
Si	-20.501	-1.365	16.325
Si	-17.767	1.326	16.362
Si	-20.5	4.058	16.372
Si	-17.753	6.774	16.41
Si	-20.479	9.531	16.366
Si	-17.762	-4.109	16.327
Si	-13.605	0.006	17.701
Si	-10.945	2.791	17.764
Si	-13.648	5.469	17.786
Si	-10.902	8.162	17.754
Si	-13.682	-5.47	17.78
Si	-10.947	-2.694	17.741
Si	-8.211	0.076	17.704
Si	-21.853	2.701	17.759
Si	-8.163	5.459	17.76
Si	-21.893	8.18	17.679
Si	-8.173	-5.4	17.797
Si	-21.819	-2.74	17.705
Si	-19.167	-0.034	17.719
Si	-16.385	2.731	17.641
Si	-19.177	5.43	17.745
Si	-16.354	8.09	17.789
Si	-19.072	10.847	17.729
Si	-16.443	-2.743	17.692
Si	-14.933	1.45	18.96
Si	-12.27	4.163	19.177
Si	-14.988	6.758	19.229
Si	-12.316	9.438	19.127
Si	-15.112	-4.092	19.066
Si	-12.309	-1.367	19.129
Si	-9.578	1.425	19.082
Si	-23.219	4.061	19.132
Si	-9.491	6.847	19.123
Si	-23.245	9.473	19.114
Si	-9.578	-4.033	19.096
Si	-6.823	-1.288	19.004
Si	-20.535	1.28	19.121
Si	-17.809	3.984	19.016
Si	-20.588	6.842	19.057
Si	-17.755	9.419	19.101
Si	-20.402	-4.069	19.063
Si	-17.824	-1.419	19.06
Si	-16.376	0.05	20.115
Si	-13.666	2.798	20.489
Si	-16.46	5.312	20.389
Si	-13.539	8.03	20.666
Si	-16.342	-5.58	20.428
Si	-13.803	-2.708	20.437
Si	-10.936	0.065	20.445
Si	-8.095	2.684	20.412
Si	-10.803	5.458	20.517
Si	-8.137	8.224	20.523
Si	-10.979	-5.414	20.383
Si	-8.234	-2.573	20.357
Si	-21.892	-0.127	20.469
Si	-19.158	2.633	20.447
Si	-21.942	5.541	20.472
Si	-19.213	8.122	20.457
Si	-21.825	10.877	20.32
Si	-19.064	-2.776	20.58
Si	-14.939	-0.983	21.6
Si	-12.551	1.165	21.747
Si	-15.407	3.728	21.777
Si	-11.753	7.004	22.016
Si	-14.707	9.703	21.816
Si	-12.609	-4.294	21.643
Si	-9.362	-1.061	21.754
Si	-23.484	1.008	21.776
Si	-9.151	4.287	21.713
Si	-23.602	6.523	21.946
Si	-9.758	9.439	21.723
Si	-6.676	-3.613	21.708
Si	-20.794	-1.731	21.836
Si	-17.502	1.406	21.594
Si	-20.344	4.299	21.597
Si	-18.093	6.426	21.612
Si	-20.34	9.765	21.737
Si	-17.903	-4.511	21.775
Si	-14.829	-4.626	26.038
Si	-15.368	-7.476	24.782
Si	-15.866	2.839	-6.892
Si	-11.376	-2.31	23.776
Si	-17.066	-3.489	24.582
Si	-20.487	-3.731	-4.158
Si	-9.477	3.633	24.695
Si	-23.381	-0.806	25.965
Si	-15.277	4.475	24.746
Si	-20.446	1.878	-4.101
Si	-11.481	7.067	-2.903
Si	-18.806	3.032	-1.938
Si	-11.047	6.148	24.957
Si	-17.044	-0.649	23.766
Si	-19.66	5.889	-4.783
Si	-23.996	7.729	24.794
Si	-10.573	0.348	-1.796
Si	-24.248	-7.984	-5.061
Si	-13.492	-7.556	-4.65
Si	-17.411	6.738	24.503
Si	-9.154	-5.302	-5.208
Si	-20.897	-6.499	24.691
Si	-15.209	4.075	-2.96
Si	-22.856	-1.736	-4.129
Si	-20.587	-1.323	24.833
Si	-19.78	2.647	25.921
Si	-16.809	-1.199	-4.48
Si	-21.957	-5.479	-2.155
Si	-12.73	3.031	-4.073
Si	-12.529	0.337	24.541
Si	-8.859	4.296	-6.898
Si	-21.279	-4.038	26.134
Si	-17.494	-3.743	-2.943
Si	-23.718	6.391	-2.89
Si	-11.605	-6.255	-6.924
Si	-9.33	5.201	-4.036
Si	-17.45	5.731	-2.686
Si	-15.134	1.455	-4.319
Si	-22.119	4.41	-4.264
Si	-13.528	-2.736	-2.095
Si	-15.212	-7.946	-6.852
Si	-26.688	7.212	26.159
Si	-19.123	-4.048	-6.795
Si	-7.143	7.104	-2.979
Si	-19.155	0.064	-6.17
Si	-25.317	-3.264	25.772
Si	-8.784	-2.829	-3.817
Si	-24.771	-6.378	-2.722
Si	-15.104	-5.421	-2.856
Si	-21.839	0.026	-2.088
Si	-19.594	5.533	25.989
Si	-6.291	-1.308	-4.06
Si	-13.652	6.679	26.144
Si	-21.801	2.64	23.86
Si	-14.995	-1.324	5.515
Si	-12.274	1.442	5.544
Si	-15.004	4.154	5.497
Si	-12.29	6.897	5.488
Si	-14.983	9.569	5.451
Si	-12.291	-4.036	5.53
Si	-9.561	-1.293	5.604
Si	-6.842	1.464	5.618
Si	-9.591	4.184	5.563
Si	-6.876	6.894	5.572
Si	-9.565	-6.728	5.54
Si	-6.81	-4.012	5.569
Si	-20.44	-1.345	5.464
Si	-17.73	1.429	5.499
Si	-20.433	4.123	5.423
Si	-17.7	6.849	5.432
Si	-20.412	9.533	5.433
Si	-17.71	-4.033	5.456
Si	-13.64	0.051	6.875
Si	-10.93	2.797	6.917
Si	-13.636	5.51	6.854
Si	-10.928	-8.097	6.886
Si	-13.648	-5.408	6.867
Si	-10.931	-2.681	6.91
Si	-8.201	0.075	6.949
Si	-5.473	2.799	6.964
Si	-8.215	5.517	6.929
Si	-5.494	8.226	6.934
Si	-8.196	-5.375	6.905
Si	-5.456	-2.68	6.953
Si	-19.09	0.034	6.828
Si	-16.359	2.777	6.855
Si	-19.072	5.482	6.793
Si	-16.348	8.202	6.813
Si	-19.067	-5.415	6.804
Si	-16.364	-2.688	6.854
Si	-15.01	1.406	8.224
Si	-12.302	4.149	8.253
Si	-15.007	6.853	8.21
Si	-12.287	-6.748	8.248
Si	-15.012	-4.049	8.223
Si	-12.29	-1.311	8.252
Si	-9.569	1.434	8.286
Si	-6.846	4.157	8.295
Si	-9.581	6.868	8.272
Si	-6.846	-6.733	8.284
Si	-9.562	-4.031	8.269
Si	-6.832	-1.306	8.287
Si	-20.458	1.39	8.171
Si	-17.733	4.128	8.194
Si	-20.437	6.823	8.164
Si	-17.716	-6.773	8.181
Si	-20.434	-4.069	8.172
Si	-17.729	-1.324	8.2
Si	-16.371	0.03	9.573
Si	-13.655	2.762	9.597
Si	-16.369	5.477	9.563
Si	-13.651	-8.12	9.592
Si	-16.372	-5.419	9.569
Si	-13.653	-2.687	9.594
Si	-10.928	0.045	9.62
Si	-8.197	2.779	9.643
Si	-10.932	5.493	9.621
Si	-8.208	-8.101	9.631
Si	-10.923	-5.397	9.618
Si	-8.197	-2.675	9.633
Si	-21.812	0.011	9.518
Si	-19.093	2.746	9.541
Si	-21.798	5.456	9.52
Si	-19.081	8.179	9.537
Si	-21.806	-5.434	9.516
Si	-19.088	-2.703	9.547
Si	-15.019	-1.332	10.948
Si	-12.298	1.399	10.967
Si	-15.024	4.117	10.947
Si	-12.299	-9.474	10.97
Si	-15.014	-6.767	10.947
Si	-12.289	-4.039	10.967
Si	-9.563	-1.315	10.984
Si	-6.824	1.412	10.992
Si	-9.564	4.138	10.986
Si	-6.839	6.861	10.99
Si	-9.566	-6.75	10.992
Si	-6.829	-4.035	10.992
Si	-20.457	-1.344	10.895
Si	-17.74	1.387	10.921
Si	-20.452	4.099	10.902
Si	-17.735	6.822	10.922
Si	-20.453	9.527	10.894
Si	-17.74	-4.067	10.923
Si	-13.66	0.025	12.319
Si	-10.927	2.758	12.32
Si	-13.661	5.471	12.315
Si	-10.932	-8.12	12.335
Si	-13.646	-5.416	12.316
Si	-10.927	-2.684	12.337
Si	-8.184	0.038	12.336
Si	-5.457	2.771	12.349
Si	-8.194	5.495	12.345
Si	-5.464	8.207	12.347
Si	-8.191	-5.398	12.351
Si	-5.454	-2.684	12.348
Si	-19.101	0.011	12.27
Si	-16.384	2.74	12.297
Si	-19.094	5.45	12.279
Si	-16.38	8.18	12.29
Si	-19.105	-5.438	12.275
Si	-16.378	-2.715	12.292
Si	-15.028	1.384	13.672
Si	-12.294	4.11	13.672
Si	-15.023	6.834	13.666
Si	-12.291	-6.769	13.698
Si	-15.02	-4.071	13.668
Si	-12.301	-1.334	13.691
Si	-9.55	1.405	13.673
Si	-6.818	4.142	13.701
Si	-9.568	6.846	13.696
Si	-6.82	9.563	13.71
Si	-9.562	-4.042	13.703
Si	-6.822	-1.327	13.698
Si	-20.467	1.37	13.623
Si	-17.748	4.088	13.659
Si	-20.454	6.801	13.646
Si	-17.754	9.517	13.65
Si	-20.479	-4.077	13.617
Si	-17.75	-1.361	13.637
Si	-16.391	-0.009	15.005
Si	-13.655	2.748	15.028
Si	-16.389	5.464	15.008
Si	-13.656	8.176	15.046
Si	-16.378	-5.461	15.006
Si	-13.666	-2.718	15.045
Si	-10.912	0.04	15.018
Si	-8.196	2.776	15.034
Si	-10.932	5.469	15.036
Si	-8.197	8.202	15.054
Si	-10.921	-5.412	15.06
Si	-8.186	-2.689	15.06
Si	-21.84	0.011	14.97
Si	-19.117	2.714	15.011
Si	-21.829	5.425	14.982
Si	-19.102	8.155	15.033
Si	-21.83	10.877	14.986
Si	-19.123	-2.728	14.984
O	-3.559	3.634	-0.691
O	7.011	5.724	-5.499
O	8.195	5.591	21.947
O	-0.11	2.689	22.305
O	5.367	8.008	21.719
O	2.877	-7.915	-6.347
O	1.914	-7.629	23.313
O	2.856	-5.53	22.088
O	-9.638	6.952	25.04
O	-3.707	2.014	-4.997
O	2.162	-7.118	25.855
O	1.446	-4.811	-4.949
O	1.759	-3.716	24.412
O	6.836	4.514	-1.44
O	8.301	-2.581	-4.377
O	1.49	-1.486	-1.35
O	-1.441	1.835	-0.933
O	-4.612	3.537	23.081
O	0.313	3.838	-1.196
O	3.97	-3.643	-1.609
O	-4.402	-6.522	-1.46
O	-8.104	-2.568	-0.138
O	4.093	0.655	-1.28
O	3.843	-3.817	-4.257
O	1.187	-7.342	-1.352
O	4.213	2.19	-5.026
O	-2.602	-5.27	22.316
O	-2.81	-2.701	-3.455
O	-5.73	5.355	25.176
O	8.919	7.107	-1.119
O	-4.563	3.677	-3.122
O	-1.946	7.522	23.409
O	-6.268	7.067	23.136
O	-6.83	-6.179	24.107
O	9.35	0.657	-1.123
O	-6.108	-4.035	-0.979
O	0.147	6.001	-3.345
O	9.836	4.13	23.695
O	6.596	3.162	-4.625
O	-3.178	-5.256	-3.449
O	-0.12	-5.473	-0.179
O	8.387	7.136	25.169
O	-2.002	3.345	-2.741
O	-5.226	-6.842	25.987
O	-3.824	7.158	-5.731
O	5.299	6.116	-3.001
O	-4.002	1.29	24.336
O	-0.653	-3.648	23.227
O	-8.993	5.239	-5.596
O	2.503	2.597	-0.38
O	-1.782	0.809	23
O	-2.042	7.082	25.963
O	5.987	1.939	25.328
O	4.223	-3.793	23.339
O	0.8	-0.453	-3.752
O	-5.923	6.841	-4.013
O	8.183	2.724	-0.255
O	6.682	-1.942	22.842
O	0.027	-5.701	-3.02
O	3.73	7.558	-1.439
O	3.892	5.972	22.667
O	-2.527	-6.865	25.104
O	5.397	-5.545	-0.566
O	-2.478	-4.392	26.073
O	-2.399	6.203	-3.791
O	11.559	-6.099	23.179
O	4.617	2.112	23.069
O	6.352	-0.713	-1.273
O	-3.939	1.409	-2.054
O	2.832	0.135	22.329
O	-9.596	-5.882	-3.758
O	0.027	0.085	0.08
O	7.257	3.59	23.229
O	-0.219	-5.835	25.934
O	-5.713	-2.603	-3.263
O	-1.596	5.653	-6.33
O	-3.338	-1.948	-0.948
O	6.146	-3.445	-3.138
O	-2.907	5.399	22.319
O	0.984	-1.576	23.094
O	-1.453	3.211	-5.538
O	-9.752	-0.853	-1.118
O	-2.857	8.114	-0.271
O	-12.149	1.379	23.331
O	-8.089	4.267	25.231
O	-5.481	-2.625	22.237
O	-7.839	-7.799	-3.351
O	-1.163	-4.232	-4.819
O	-10.099	4.174	-1.161
O	-5.732	-1.225	-5.57
O	1.262	4.317	23.692
O	-3.664	-1.025	23.18
O	-1.647	-3.803	-1.34
O	-12.082	3.5	-5.478
O	3.605	-1.964	25.095
O	-5.31	-0.391	-0.639
O	5.724	0.981	-3.256
O	-9.286	3.645	-3.611
O	0.598	-3.088	-3.201
O	-0.164	-2.105	25.34
O	-4.544	-7.335	-4.024
O	3.465	2.315	25.391
O	14.018	-6.091	-6.026
O	-8.862	-6.614	-1.251
O	3.222	6.87	24.934
O	27.928	-6.353	23.055
O	2.314	4.464	26.144
O	-4.483	-6.648	23.348
O	-8.214	0.007	22.231
O	-5.411	5.407	-0.144
O	1.22	-7.97	-3.878
O	3.887	-4.432	25.917
O	-5.845	0.013	-3.25
O	11.422	3.961	-5.894
O	30.772	-0.576	-2.809
O	-6.364	1.595	23.114
O	-8.728	-4.788	25.256
O	30.467	6.882	-3.748
O	12.107	3.398	-1.301
O	22.372	5.806	-3.445
O	24.425	5.317	22.093
O	16.478	2.899	22.061
O	21.745	-8.026	22.043
O	13.956	-0.032	25.033
O	17.668	-7.244	22.761
O	19.154	-5.374	21.813
O	4.798	4.427	24.578
O	18.668	0.581	25.682
O	10.783	3.961	-3.456
O	17.993	7.826	24.973
O	20.383	-5.965	-5.718
O	18.032	-3.546	23.659
O	23.349	4.242	-1.579
O	24.93	-2.038	-3.842
O	17.744	-1.471	-1.616
O	21.546	6.699	-5.819
O	14.453	1.83	-1.249
O	12.119	3.384	22.612
O	19.098	2.696	-0.494
O	20.606	-3.619	-1.553
O	12.014	-6.636	-1.346
O	8.101	-2.551	-0.461
O	20.733	0.799	-1.457
O	-28.65	-3.754	23.404
O	17.882	-7.095	-1.567
O	19.227	2.69	-4.509
O	13.713	-5.207	22.121
O	13.234	-4.174	-4.645
O	16.885	-0.471	-3.983
O	25.825	7.861	-0.666
O	-24.224	-2.099	25.44
O	12.045	0.541	-5.977
O	15.488	6.921	23.269
O	13.186	-1.684	-5.294
O	9.353	-7.076	24.039
O	26.621	1.045	-1.43
O	10.006	-4.137	-1.325
O	16.731	5.847	-3.49
O	22.677	0.85	24.375
O	22.571	1.781	-6.094
O	6.791	-0.615	25.066
O	16.325	-5.488	-0.375
O	-17.721	-2.063	24.189
O	21.789	-5.874	25.582
O	15.585	6.432	-1.218
O	20.972	3.711	-2.642
O	12.069	4.448	25.047
O	20.029	7.858	-1.382
O	11.175	2.017	24.598
O	15.532	-3.5	22.838
O	-18.261	-0.652	-5.012
O	15.812	1.919	-3.469
O	14.672	1.349	23.002
O	16.515	-3.703	-5.942
O	4.208	-7.912	-3.956
O	23.832	7.805	-6.299
O	20.554	-3.509	23.046
O	44.522	-0.641	23.213
O	-30.047	-5.482	22.088
O	24.813	2.644	-0.395
O	23.052	-1.439	23.071
O	-21.806	-5.204	25.129
O	21.392	5.719	-0.944
O	19.61	7.242	22.997
O	18.06	3.802	-6.626
O	21.987	-5.52	-0.532
O	-29.985	4.737	-3.759
O	9.124	1.731	23.049
O	40.535	6.2	25.278
O	15.801	7.147	25.991
O	20.735	1.912	22.96
O	22.827	-0.817	-1.388
O	-11.066	-0.06	-3.267
O	19.045	0.132	22.075
O	-15.305	-7.24	23.189
O	18.169	2.977	24.996
O	9.341	-6.663	-1.584
O	14.539	5.146	24.879
O	16.236	0.136	-0.321
O	22.965	3.242	23.01
O	-11.812	6.345	23.52
O	9.947	-0.943	-3.088
O	-18.44	6.282	-3.825
O	-26.433	-0.885	-1.372
O	13.526	-2.079	-0.357
O	22.609	-3.237	-3.401
O	13.682	5.444	22.049
O	17.013	-1.308	22.875
O	-13.526	1.599	-4.076
O	-31.516	-3.02	-3.899
O	17.134	1.521	-5.663
O	11.101	1.428	-2.881
O	13.698	8.063	-0.368
O	-31.695	-1.829	23.177
O	-47.835	-8	22.656
O	10.897	-5.591	-3.377
O	11.02	-2.781	22.058
O	8.641	7.99	-3.531
O	17.901	6.315	-5.766
O	-26.462	-0.24	24.957
O	-44.783	-3.62	-1.749
O	15.575	-5.252	-4.048
O	9.962	-4.791	25.091
O	18.094	-5.321	-4.594
O	18.556	4.391	22.775
O	13.17	-1.366	22.841
O	14.596	-4.024	-1.517
O	10.176	6.161	-4.819
O	19.601	-1.766	24.876
O	16.198	1.262	25.206
O	11.675	-0.428	-1.117
O	15.038	4.166	-2.342
O	22.279	0.659	-3.566
O	-16.968	-2.227	-3.236
O	6.708	-6.951	23.247
O	-23.335	7.014	23.489
O	11.285	8.122	-3.444
O	17.099	-3.11	-3.503
O	16.192	-2.408	25.133
O	13.977	2.618	25.249
O	21.526	3.065	25.216
O	23.766	-0.388	-5.439
O	6.937	-7.501	-1.491
O	17.105	5.313	24.695
O	48.069	3.175	-5.987
O	-37.044	4.927	-4.035
O	19.75	5.024	25.057
O	-28.763	-4.214	-3.943
O	-43.838	-7.824	25.375
O	8.099	-0.052	21.688
O	10.775	5.42	-0.366
O	-25.473	-7.009	-1.422
O	10.899	7.647	25.533
O	19.705	-4.351	25.436
O	36.37	-2.939	25.336
O	19.758	-6.76	24.341
O	23.879	-3.589	-5.745
O	35.498	8.106	-0.401
O	10.13	6.98	23.054
O	39.191	-1.724	22.911
O	17.44	4.52	-1.362
O	24.767	-4.627	-3.493
O	29.434	4.576	-3.319
O	36.385	5.224	-5.025
O	40.684	5.274	22.147
O	32.684	2.649	22.289
O	38.111	7.96	21.949
O	29.978	0.57	25.647
O	33.17	-6.777	22.939
O	35.355	-5.456	22.163
O	22.304	5.558	25.354
O	34.983	-0.737	25.598
O	31.612	5.123	24.955
O	33.15	-4.928	-3.438
O	33.385	-4.473	24.214
O	38.326	4.213	-0.411
O	37.45	-6.833	-3.023
O	34.552	-1.921	-1.188
O	40.163	7.191	-6.119
O	31.41	1.586	-1.492
O	27.719	4.108	22.738
O	33.602	4.312	-1.167
O	36.454	-3.716	-1.16
O	28.792	-6.494	-1.446
O	24.572	-2.68	-0.539
O	37.29	0.717	-0.884
O	-9.202	-6.1	23.036
O	33.825	-6.454	-1.363
O	37.715	2.858	-4.757
O	30.044	-5.388	21.951
O	29.289	-4.141	-5.517
O	31.521	-3.055	-6.448
O	41.839	7.024	-1.288
O	26.744	3.686	25.095
O	28.894	7.28	-5.814
O	29.818	5.489	22.13
O	30.044	7.055	25.578
O	26.655	-5.21	25.178
O	42.087	0.988	-1.497
O	26.398	-4.354	-1.382
O	34.569	5.678	-3.14
O	36.946	1.908	22.838
O	37.273	-3.841	23.069
O	29.432	-7.074	-4
O	32.181	-4.421	-1.051
O	41.32	6.394	-3.904
O	41.155	-3.504	-3.821
O	30.974	5.887	-1.371
O	34.26	1.534	-5.522
O	24.799	-0.505	24.962
O	37.487	4.509	-2.79
O	28.511	2.051	24.096
O	31.53	-3.37	22.74
O	26.091	6.445	-5.203
O	35.49	2.589	-0.306
O	32.612	0.296	25.459
O	34.393	-4.045	-5.706
O	2.233	-2.318	-5.425
O	43.045	-0.345	25.412
O	-1.06	-8.063	-2.684
O	34.036	3.106	-3.453
O	-28.445	4.255	-5.856
O	40.579	2.696	-0.287
O	37.226	-7.065	-5.699
O	-40.957	-1.174	-3.569
O	37.444	6.556	-1.179
O	36.242	6.55	23.107
O	33.7	3.916	-6.562
O	38.08	-5.498	-0.249
O	34.748	1.793	24.942
O	-41.895	-4.67	-5.656
O	41.927	-4.763	23.004
O	31.477	-6.225	24.988
O	-45.843	6.521	22.754
O	39.157	-1.054	-1.317
O	31.367	-0.478	-5.668
O	35.331	-0.102	22.196
O	28.596	-1.192	-1.331
O	34.595	3.986	23.466
O	26.064	-6.645	-2.614
O	32.669	7.408	25.693
O	32.823	-0.166	-0.312
O	39.031	3.484	23.076
O	37.271	0.301	-5.535
O	45.427	7.292	-5.183
O	34.073	-6.723	25.344
O	28.346	-3.865	23.784
O	-47.618	1.88	-5.744
O	39.847	-5.779	-3.112
O	31.457	7.15	23.322
O	33.735	-2.02	23.117
O	29.425	-2.243	25.562
O	33.292	0.587	-3.163
O	46.161	-4.105	-6.225
O	27.46	2.61	-3.434
O	29.978	7.969	-0.251
O	22.518	-1.726	25.474
O	-35.304	-0.225	25.21
O	25.92	-4.593	22.808
O	27.023	-2.54	21.739
O	-39.684	5.47	-4.581
O	34.115	6.347	-5.634
O	9.643	0.202	25.984
O	-18.034	-5.108	-6.184
O	31.364	-5.653	-6.408
O	-44.377	7.644	-4.335
O	24.817	6.372	25.157
O	39.28	7.905	-3.728
O	28.728	-1.326	23.183
O	30.191	-2.856	-0.269
O	26.795	5.025	-3.014
O	-16.512	-4.92	-3.526
O	47.958	7.699	-5.877
O	28.294	0.208	-3.399
O	-47.357	3.884	23.394
O	48.088	-1.518	-2.627
O	-48.223	4.028	25.989
O	25.808	-7.6	24.587
O	32.085	4.778	-3.358
O	-26.815	-1.63	22.815
O	29.478	1.295	-6.062
O	32.018	-2.449	25.11
O	33.673	3.933	25.987
O	38.092	2.098	25.17
O	21	-0.257	-5.614
O	23.715	-7.26	-1.506
O	42.328	4.648	-2.291
O	41.52	-2.915	24.776
O	-29.073	6.318	23.048
O	39.282	0.839	23.353
O	-15.259	1.755	-5.899
O	39.235	-6.473	23.275
O	26.092	2.067	23
O	27.284	5.615	-0.184
O	35.804	7.73	-4.144
O	46.471	7.32	25.715
O	-19.461	-0.674	25.78
O	25.736	0.538	-3.845
O	-13.284	-4.363	25.714
O	-43.542	3.224	-5.073
O	26.88	-2.077	25.032
O	26.292	6.857	22.916
O	-28.683	-1.565	-2.749
O	27.458	6.781	25.162
O	42.271	-1.261	-3.003
O	42.568	1.155	23.153
O	-45.963	5.64	-3.836
O	-40.761	5.391	22.256
O	48.865	2.513	22.131
O	-43.726	7.977	22.154
O	46.614	-0.447	25.177
O	46.98	2.217	24.712
O	-46.28	-5.795	22.091
O	38.895	4.333	26.145
O	-41.707	6.866	-5.725
O	46.095	2.161	-3.756
O	-45.261	-5.614	25.23
O	-47.885	-5.944	-3.244
O	-47.374	-4.257	24.376
O	-41.129	3.998	-0.969
O	-43.62	-1.795	-3.429
O	-47.404	-1.418	-1.839
O	-42.008	-7.104	23.502
O	47.188	1.717	-1.398
O	45.042	3.216	22.964
O	-48.153	4.44	-1.261
O	-17.867	-4.181	25.791
O	44.184	-6.656	-1.405
O	40.796	-2.842	-0.34
O	-15.577	-3.433	25.217
O	-45.052	-6.249	-5.549
O	-47.135	-7.396	-1.187
O	48.177	-4.545	25.604
O	46.435	-5.447	22.359
O	46.269	-6.67	-5.75
O	47.871	-2.14	-5.88
O	-40.224	6.905	-0.978
O	45.257	4.164	25.348
O	39.42	-7.453	-1.234
O	48.054	0.542	-5.664
O	-4.862	-4.5	24.978
O	41.244	-5.428	25.473
O	-38.228	0.153	-0.323
O	42.468	-5.777	-3.375
O	-48.62	5.613	-3.529
O	-42.638	1.024	23.635
O	-42.863	0.871	-5.998
O	-41.473	3.305	-3.407
O	-48.951	-5.594	-0.46
O	-45.36	-6.677	-3.003
O	13.379	-6.587	-3.552
O	47.983	6.409	-1.386
O	-42.699	0.669	-3.008
O	11.557	-0.986	24.742
O	36.813	-1.409	-2.433
O	-20.496	1.993	24.602
O	48.293	-3.677	23.138
O	-24.898	-4.687	25.152
O	-46.336	2.698	-0.46
O	47.249	0.513	22.797
O	-47.221	-4.713	-5.489
O	4.776	-6.129	-5.786
O	-44.051	-0.787	24.945
O	-44.958	-3.94	23.229
O	-21.224	5.415	25.985
O	-29.919	5.363	25.387
O	-40.043	1.747	-1.449
O	-42.495	-1.546	23.006
O	-44.781	6.849	-1.799
O	-43.297	5.346	-0.378
O	-7.915	-1.479	-4.07
O	-23.303	-6.993	-5.922
O	-43.369	-5.5	-0.571
O	-38.938	-7.517	-2.137
O	38.347	0.645	-3.234
O	-39.923	-4.346	23.006
O	-42.446	3.608	23.122
O	-44.651	2.248	22.645
O	-42.408	-1.122	-1.272
O	19.95	-6.423	-3.13
O	-46.033	0.057	22.026
O	-32.627	-7.382	25.274
O	-48.792	-2.2	25.256
O	39.816	5.552	-1.987
O	8.899	3.931	-5.389
O	48.924	0.073	-0.407
O	0.257	1.984	-2.998
O	48.677	2.098	-3.635
O	43.655	-3.107	-4.459
O	-32.176	-0.462	-3.656
O	43.643	-4.449	25.027
O	46.17	-1.859	-0.766
O	-20.827	5.297	-3.848
O	46.298	5.303	22.112
O	-47.711	-1.384	23.183
O	44.707	3.786	-1.457
O	44.282	1.234	-5.497
O	44.226	0.487	-3.009
O	46.126	8.072	-0.528
O	-25.193	-7.203	-4.029
O	43.22	5.975	25.228
O	44.524	1.581	24.808
O	43.456	-2.768	22.168
O	-47.269	7.881	-3.567
O	-47.62	6.502	-5.744
O	-25.806	-6.23	23.157
O	-22.731	1.571	23.109
O	-26.719	-2.82	25.126
O	24.229	-6.083	25.826
O	-37.06	3.35	23.127
O	-11.373	0.335	25.671
O	-14.596	7.881	-5.451
O	47.423	-3.905	-1.596
O	-9.53	2.119	25.216
O	-12.034	6.684	26.123
O	4.816	3.464	-2.768
O	43.733	-0.835	-0.837
O	47.441	4.088	-2.478
O	22.845	8.102	24.92
O	-31.941	2.878	25.442
O	41.988	-7.964	25.386
O	-44.849	0.801	-1.423
O	-45.182	1.795	-6.675
O	-48.148	-3.383	-3.428
O	-30.812	4.376	23.078
O	45.503	-7.555	23.515
O	-43.953	2.751	25.126
O	-48.087	-1.042	-4.577
O	13.593	-2.61	25.195
O	48.142	-5.034	-4.774
O	41.963	-1.585	-5.603
O	-16.143	-2.078	-5.668
O	-29.085	2.243	-4.405
O	-28.567	-3.715	-1.451
O	-43.872	2.961	-2.489
O	41.013	-0.342	21.753
O	43.559	5.555	-0.033
O	12.777	-2.455	-2.793
O	29.833	-4.669	-3.006
O	-46.283	-7.979	24.654
O	45.553	-5.034	-3.94
O	-37.768	-3.304	-6.893
O	-45.785	4.666	25.334
O	38.94	-3.199	25.168
O	42.14	7.052	23.213
O	-44.892	1.171	-4.154
O	-17.116	3.516	-6.113
O	-40.538	-5.613	-3.571
O	-36.437	3.618	-1.163
O	-31.103	6.233	-5.613
O	-24.669	5.314	22.175
O	-32.613	2.674	22.213
O	-27.347	8.149	22.266
O	-37.471	1.094	24.616
O	-31.846	-7.175	22.862
O	-11.987	6.54	-1.455
O	-27.752	6.149	-1.666
O	-30.154	0.83	25.763
O	-33.952	1.184	-4.794
O	-30.071	-7.869	24.817
O	-30.979	-5.568	-4.276
O	-30.984	-4.041	24.472
O	-26.181	4.133	-1.687
O	-24.041	-2.816	-4.056
O	-31.402	-1.827	-1.518
O	-26.129	4.68	-6.842
O	-34.47	1.858	-1.172
O	-23.25	7.291	26.171
O	-31.867	4.403	-1.261
O	37.391	-0.659	24.453
O	-36.942	-6.244	-1.096
O	-40.736	-2.722	-0.289
O	-28.5	0.715	-1.357
O	-28.737	-6.47	-5.397
O	-31.447	-7.093	-1.625
O	31.146	0.825	23.278
O	-35.27	-5.491	22.185
O	-35.827	-4.605	-5.595
O	-33.441	-1.187	-5.816
O	-15.656	-1.103	23.071
O	28.411	3.628	-1.24
O	47.78	-6.984	24.809
O	-34.158	7.031	23.28
O	-35.921	5.894	24.917
O	-40.259	-4.765	25.6
O	-22.506	1.175	-1.201
O	-39.33	-4.495	-1.446
O	-32.421	5.741	-3.428
O	-25.964	2.248	24.77
O	-28.832	-1.23	24.656
O	-36.833	-7.625	-5.968
O	-32.893	-5.323	-0.465
O	-29.125	-6.672	-2.835
O	-22.015	-0.656	25.148
O	-33.625	6.379	-1.206
O	-27.779	-7.91	26.114
O	-37.299	6.161	-6.228
O	-26.827	5.203	-4.127
O	-35.863	2.285	-3.315
O	-33.178	-3.987	22.912
O	-42.894	-6.58	-4.124
O	-30.032	2.659	-0.514
O	-34.048	0.719	23.14
O	-30.816	-3.927	-6.259
O	-34.669	-4.81	-3.235
O	35.227	-3.315	-3.378
O	23.788	5.327	-5.662
O	-34.57	-6.815	-4.905
O	-24.439	2.684	-0.446
O	-10.315	-5.545	-6.276
O	-29.44	7.914	-0.875
O	-10.79	5.86	-3.736
O	-38.559	3.162	-5.236
O	-21.309	-4.965	-3.532
O	-27.195	-5.487	-0.283
O	-35.071	4.766	-5.966
O	-35.331	6.947	-4.643
O	-23.596	-4.85	22.91
O	-33.688	6.731	25.933
O	-28.069	1.631	23.142
O	-25.239	7.591	-6.068
O	-37.582	-1.551	25.318
O	-29.963	0.001	22.255
O	-33.725	-2.346	-2.718
O	-8.884	-3.716	-5.159
O	-36.561	-7.609	-3.316
O	-33.624	4.672	24.333
O	-32.802	0.027	-0.392
O	-26.719	3.86	22.909
O	-3.822	4.625	-5.447
O	-23.283	4.856	-3.225
O	27.829	7.319	-3.437
O	-37.876	-4.172	24.657
O	-36.268	-2.758	-3.146
O	-25.22	-4.878	-3.045
O	-35.518	5.289	22.08
O	-13.765	4.203	-3.655
O	-35.712	-3.307	25.819
O	47.579	7.172	23.305
O	-25.807	-3.955	-5.591
O	-36.012	-0.252	-3.987
O	-35.382	8.131	-0.349
O	-14.867	4.344	23.182
O	-16.982	0.161	25.165
O	-37.952	-5.421	-3.393
O	-38.138	-2.672	22.083
O	-40.886	7.548	-3.403
O	35.275	7.18	25.474
O	40.688	-5.497	-5.467
O	-27.396	5.779	25.951
O	-33.184	-4.576	-5.358
O	-38.269	5.562	26.022
O	-24.527	-2.643	-0.543
O	-36.572	-0.801	22.999
O	-35.005	-3.686	-0.915
O	-39.258	7.853	-5.469
O	-27.584	6.688	-6.307
O	-32.743	0.411	25.519
O	-36.246	-0.932	-1.408
O	-34.215	4.138	-2.464
O	-10.379	-8.116	-2.654
O	-13.776	0.105	21.842
O	-39.056	-6.539	24.104
O	-11.331	-1.349	-5.5
O	20.789	-1.446	-2.938
O	-43.34	5.112	26.046
O	-33.208	-2.775	25.177
O	-34.491	2.311	25.164
O	-28.242	3.438	25.046
O	-15.316	-6.217	-1.446
O	-41.515	-7.194	-1.372
O	-31.586	6.742	23.876
O	-36.367	1.694	-5.763
O	-26.65	-2.86	-3.346
O	-30.878	3.655	-5.975
O	-36.921	-7.422	22.913
O	37.864	6.417	25.15
O	-40.662	-0.097	21.928
O	-38.137	5.442	-0.331
O	-30.378	7.373	-3.304
O	-37.604	7.925	25.213
O	-14.297	-4.053	-2.58
O	-39.088	-1.383	-5.519
O	-28.808	-5.698	25.051
O	-19.013	-3.751	-3.496
O	6.965	-4.682	-5.345
O	-41.755	6.98	25.019
O	-39.172	1.845	22.811
O	-23.784	-6.995	24.557
O	-10.046	-1.682	23.102
O	-20.137	3.27	-1.057
O	8.784	2.597	25.466
O	-8.12	5.466	22.198
O	14.726	0.445	-5.301
O	-10.807	-8.008	22.258
O	-12.481	-6.89	-5.73
O	5.729	6.98	24.343
O	-13.646	-5.426	22.227
O	-16.268	0.042	-0.431
O	-14.508	-1.726	-1.291
O	-21.743	2.842	-4.206
O	-15.364	-6.04	25.485
O	-25.288	6.455	-2.532
O	-11.028	-2.965	25.194
O	-8.002	-3.746	-2.735
O	-17.893	0.323	22.773
O	8.318	-4.918	-3.189
O	20.21	-3.899	-4.08
O	-17.955	1.832	-1.286
O	-21.217	3.722	22.829
O	-15.171	4.241	-1.353
O	-12.361	-3.204	-1.087
O	-20.845	-6.262	-1.296
O	-13.973	0.733	25.176
O	-11.861	0.679	-0.893
O	-31.585	0.726	-5.922
O	-13.627	-8.018	-0.457
O	-10.703	4.575	25.182
O	-19.167	-5.485	22.113
O	-21.382	-2.398	-3.959
O	5.249	7.552	-6.164
O	-6.764	7.171	-1.411
O	-22.686	3.448	24.951
O	-17.999	4.414	-1.932
O	-17.359	7.03	22.923
O	37.094	-7.61	24.395
O	-10.294	-2.532	-3.367
O	-6.501	1.685	-1.318
O	-22.548	-4.225	-1.311
O	-15.828	0.021	-4.033
O	-1.377	0.726	-4.703
O	15.209	-1.62	-2.404
O	-38.341	-1.077	-3.037
O	39.42	-7.254	25.754
O	-1.034	-1.352	-2.11
O	0.962	1.651	-5.458
O	-17.224	6.803	-1.5
O	31.502	2.622	25.192
O	-20.118	7.216	-5.572
O	19.275	5.235	-3.81
O	27.26	0.398	25.587
O	-17.11	-4.308	23.191
O	4.323	-7.143	24.403
O	-13.484	2.658	-0.26
O	-19.365	4.751	-5.921
O	-6.011	3.177	-5.253
O	-18.957	6.586	24.949
O	-15.82	2.62	-3.398
O	-11.924	-3.526	22.885
O	36.259	3.856	25.655
O	-1.467	6.156	-1.24
O	-8.131	3.003	0.031
O	23.217	-6.25	23.285
O	7.681	-3.206	24.974
O	-23.015	7.03	-1.582
O	1.285	6.435	-5.697
O	21.304	4.196	-5.169
O	-10.863	-5.228	-0.345
O	-7.076	7.516	25.569
O	-25.572	7.405	24.996
O	-7.582	-3.979	23.016
O	-44.969	-3.829	-4.449
O	28.925	-2.316	-3.69
O	-39.034	7.298	23.078
O	-19.341	-6.083	24.872
O	-12.863	-2.001	-3.378
O	-15.422	3.001	25.405
O	-16.628	5.362	24.862
O	-23.173	-6.467	-2.513
O	-19.048	4.057	25.6
O	10.011	-7.623	-5.685
O	-9.592	3.549	23.087
O	-16.706	8.023	25.185
O	2.764	6.247	-3.524
O	-6.067	-7.924	-6.168
O	-5.852	2.799	25.337
O	-17.426	-4.076	-1.361
O	-47.769	6.202	24.461
O	-19.189	5.323	22.151
O	46.132	4.859	-5.732
O	35.382	-5.929	-4.216
O	-48.885	0.426	24.774
O	-22.985	-0.908	-5.512
O	-20.804	0.638	-3.15
O	-19.08	-8.038	-0.476
O	-24.143	0.595	25.761
O	-2.19	-0.387	25.269
O	-23.375	7.273	-4.206
O	-21.908	-2.876	22.247
O	-21.138	-7.671	25.765
O	35.877	1.285	-3.539
O	-7.782	-6.02	-5.617
O	-9.628	1.653	-1.896
O	9.814	-0.936	-5.716
O	-11.657	2.919	-2.895
O	-41.549	-6.963	26.095
O	-20.682	-2.889	25.183
O	-20.29	-1.113	23.26
O	-27.268	0.439	-3.594
O	-38.974	3.273	24.942
O	-12.526	-1.178	23.951
O	-16.456	2.527	22.193
O	-21.013	-0.981	-1.154
O	6.682	-7.263	25.75
O	4.499	5.187	-0.719
O	-22.558	4.775	-5.767
O	27.359	-4.544	-3.797
O	32.032	1.861	-6.755
O	-6.114	1.041	-6.833
O	7.698	8.125	-6.575
O	9.056	-1.318	23.941
O	-15.705	-6.434	-6.598
O	39.947	-0.85	25.293
O	-41.375	-0.519	25.178
O	45.856	-2.518	-3.279
O	-14.112	7.956	25.269
O	-19.946	1.323	-5.523
O	-20.32	-3.864	-5.759
O	-14.103	5.283	25.482
O	-21.076	-6.964	23.152
O	-45.382	-3.023	25.594
O	-24.653	-0.047	22.279
O	-21.652	5.312	-0.356
O	3.127	0.03	-6.041
O	18.574	7.738	-3.629
O	26.305	-1.059	-5.855
O	-23.022	-0.733	-2.877
O	-19.184	-2.602	-0.293
O	10.926	-2.924	-4.525
O	-5.816	-5.219	-3.248
O	-8.223	5.939	-3.15
O	-39.471	-3.295	-3.844
O	31.204	1.662	-4.169
O	43.568	5.573	-5.932
O	-8.067	2.899	-6.715
O	44.11	-4.105	-2.081
O	4.483	-1.427	-2.972
O	37.653	-5.338	25.193
O	-29.084	-0.112	-5.483
O	-16.096	5.325	-3.456
O	9.304	-4.787	22.618
O	-4.316	7.406	24.774
O	-19.203	2.678	-3.451
O	-0.044	3.806	26.166
O	-14.243	-6.384	-3.822
O	45.357	-2.704	25.916
O	-39.041	3.787	-2.71
O	25.175	7.237	-3.001
O	-42.654	-4.15	-3.191
O	24.584	0.191	21.943
O	9.895	-2.409	26.166
O	0.401	6.211	25.321
O	31.38	-6.595	-2.272
O	44.613	5.379	-3.562
O	-46.599	-0.694	25.557
O	13.252	2.693	-3.473
O	-26.973	1.468	-5.927
O	-43.334	5.34	-3.499
O	-3.625	-3.892	-5.699
O	38.975	5.352	-4.735
O	43.609	2.954	-3.71
O	42.095	-5.084	-0.908
O	19.469	1.548	-6.852
O	-12.708	7.733	-3.699

Results
total energy: -609931.884 eV
total energy less fixed offsets of O -438.25, Si -107.07 eV per atom: -12.684 eV

Forces (eV/angstrom) on atoms 1611 to 2287 of the 3024, counted in the order above; the others are left out for length: element, x, y, z
Si	-0.077	0.04	-0.077
Si	0.003	-0.048	0.109
Si	-0.075	-0.037	-0.011
Si	0.075	-0.017	0.207
Si	0.005	-0.052	0.084
Si	0.076	0.049	-0.08
Si	-0.039	-0.013	0.073
Si	-0.05	-0.037	-0.175
Si	0.057	-0.114	0.244
Si	0.182	-0.079	-0.02
Si	-0.089	-0.024	-0.046
Si	-0.082	-0.057	0.166
Si	0.043	0.048	0.054
Si	0.137	0.035	-0.076
Si	0.076	-0.049	0.099
Si	-0.033	0.05	0.058
Si	-0.172	-0.047	-0.112
Si	0.009	-0.099	-0.051
Si	-0.021	-0.036	0.123
Si	-0.026	-0.025	0.033
Si	-0.141	-0.094	-0.003
Si	-0.047	0.058	-0.094
Si	-0.076	-0.01	-0.197
Si	-0.076	0.091	0.018
Si	-0.007	0.024	0.099
Si	0.012	0.039	0.125
Si	-0.134	-0.034	0.072
Si	-0.1	0.139	-0.052
Si	-0.013	-0.065	0.234
Si	-0.039	-0.037	-0.046
Si	0.037	0.169	0.011
Si	0.006	-0.082	0.024
Si	0.007	-0.119	0.001
Si	0.062	0.038	-0.016
Si	0	-0.007	-0.066
Si	-0.068	-0.054	0.024
Si	0.021	0.067	0.053
Si	0.085	0.018	-0.016
Si	0.038	-0.032	-0.092
Si	-0.051	0.163	0.171
Si	-0.003	0.063	0.077
Si	-0.033	0.119	0.09
Si	-0.026	0.118	-0.101
Si	-0.011	0.076	-0.049
Si	0.045	0.074	-0.123
Si	0.17	-0.031	-0.107
Si	0	-0.003	0.005
Si	-0.003	0.008	0.007
Si	-0.014	-0.017	0.001
Si	0.009	-0.013	-0.001
Si	-0.004	0.004	-0.004
Si	0.007	-0.004	0
Si	-0.007	0.013	0.005
Si	-0.002	0.016	0.005
Si	-0.003	-0.006	0.006
Si	0.005	0.009	0.007
Si	0.005	0.023	0.006
Si	0	0.01	0.006
Si	-0.006	0.005	0.014
Si	-0.006	-0.011	0.009
Si	0.002	-0.003	0.011
Si	-0.006	-0.012	-0.003
Si	-0.016	-0.006	0.009
Si	0.004	0.001	0.006
Si	0	0.003	-0.005
Si	0.002	0.001	-0.002
Si	0.008	0.001	-0.007
Si	-0.001	-0.001	-0.003
Si	-0.002	-0.006	0.002
Si	0	-0.004	-0.002
Si	-0.005	-0.002	-0.009
Si	0	-0.003	-0.002
Si	-0.001	-0.002	-0.005
Si	0	0.002	-0.002
Si	-0.001	-0.01	-0.008
Si	0.011	-0.012	-0.001
Si	-0.001	0.002	0.004
Si	-0.009	0.01	-0.008
Si	0.007	-0.008	0.004
Si	0.002	0.002	-0.003
Si	0.004	0.006	-0.004
Si	-0.001	-0.011	-0.003
Si	0	-0.004	-0.002
Si	-0.003	-0.013	0.004
Si	-0.005	0.002	-0.004
Si	0.002	0.013	0.002
Si	-0.011	-0.003	-0.004
Si	-0.005	-0.002	-0.006
Si	0.005	0.011	0
Si	0.009	0.007	0.002
Si	0.002	-0.005	-0.003
Si	0.004	0.001	-0.004
Si	-0.001	-0.002	-0.003
Si	-0.008	0	-0.004
Si	-0.006	-0.01	-0.002
Si	-0.004	0.009	0.005
Si	0.01	0.01	-0.005
Si	-0.005	-0.004	-0.001
Si	0	0.002	-0.003
Si	0.008	0.007	0
Si	-0.011	0	0
Si	-0.005	0.011	-0.001
Si	0.004	-0.009	0.002
Si	0	-0.007	-0.001
Si	-0.002	-0.005	0.004
Si	-0.005	0.006	-0.002
Si	0.01	-0.003	-0.006
Si	0	-0.007	-0.001
Si	-0.006	-0.004	-0.005
Si	0.004	0.007	-0.001
Si	0.009	-0.003	0.002
Si	0	-0.005	-0.002
Si	0.001	0.006	-0.001
Si	0.008	-0.011	0
Si	-0.001	-0.012	-0.005
Si	-0.001	0.011	0
Si	0.001	-0.001	0
Si	-0.003	0	0.001
Si	0	0.002	0.002
Si	-0.009	-0.005	-0.002
Si	-0.007	-0.003	0.005
Si	0.003	0.006	0.002
Si	-0.007	0.005	0.003
Si	0.001	-0.007	0.001
Si	-0.008	0.004	-0.001
Si	0	-0.007	0.001
Si	0.005	0.004	0.002
Si	0.006	-0.007	0.005
Si	-0.002	0.004	0
Si	0.003	0.008	0.001
Si	-0.003	0.003	0.004
Si	0.001	-0.005	0.003
Si	0.002	0.011	0.001
Si	-0.005	0	0.004
Si	0.004	-0.004	-0.003
Si	-0.003	0.002	0.003
Si	0	0.001	-0.004
Si	0.002	-0.001	-0.001
Si	0.001	-0.007	0.001
Si	0.003	0.001	-0.003
Si	-0.001	0	-0.001
Si	0.005	0.007	0.001
Si	-0.001	0	0.001
Si	0.006	0.001	0.001
Si	-0.003	-0.005	0
Si	0.001	0.01	0.002
Si	0.005	-0.003	0
Si	0.008	-0.004	-0.001
Si	0.003	0.004	0.001
Si	-0.005	0.003	-0.001
Si	0.004	-0.007	0.005
Si	0	-0.004	0.002
Si	-0.008	-0.008	0.001
Si	-0.002	0.004	0.003
Si	-0.004	-0.002	-0.001
Si	-0.004	0.005	0.007
Si	-0.004	-0.004	0.011
Si	0.008	-0.011	-0.001
Si	0.006	-0.002	0.003
Si	-0.006	0.004	0.005
Si	0.004	-0.011	0.004
Si	-0.004	-0.002	0.002
Si	-0.008	0.015	0.001
Si	0.009	-0.004	0.005
Si	0	-0.005	0.003
Si	-0.005	0.006	-0.003
Si	0.003	-0.001	0.008
Si	0.007	-0.008	0.003
Si	-0.007	0.005	0.003
Si	-0.008	0.015	0.006
Si	0.001	0.002	0.004
Si	-0.002	0.001	0.005
Si	0.003	0.009	0
Si	0	-0.003	0.001
Si	-0.012	0.002	0
Si	0.002	0.012	0.006
Si	0	-0.002	-0.001
Si	-0.002	-0.003	-0.004
Si	-0.004	0.005	0.006
Si	0.002	0.003	0.003
Si	0.012	-0.002	0
Si	0.005	-0.005	-0.001
Si	0.002	0.002	-0.003
Si	-0.003	0.001	0.011
Si	0.007	0.006	-0.001
Si	0.007	0.002	0.003
Si	-0.003	-0.001	0.003
Si	-0.002	-0.007	0.006
Si	-0.008	-0.004	0.007
Si	-0.001	-0.002	0.004
Si	0.131	-0.174	0.78
Si	0.16	-0.052	0.742
Si	-0.144	0.189	0.727
Si	0.199	-0.132	0.712
Si	-0.133	0.182	0.67
Si	-0.232	0.038	0.742
Si	-0.178	0.202	0.709
Si	0.273	-0.483	0.693
Si	-0.215	0.276	0.637
Si	-0.339	0.171	0.668
Si	0.053	-0.286	0.722
Si	0.055	-0.154	0.735
Si	-0.077	0.23	0.751
Si	-0.159	0.132	0.771
Si	0.25	-0.04	0.705
Si	0.113	-0.253	0.742
Si	-0.171	0.137	0.749
Si	0.144	-0.206	0.746
Si	-0.026	-0.014	-0.054
Si	-0.007	-0.024	-0.038
Si	0.011	0.003	-0.04
Si	-0.004	0.02	-0.083
Si	0.005	-0.018	-0.056
Si	0.017	0.006	-0.035
Si	0.034	0.037	-0.009
Si	-0.016	-0.007	-0.052
Si	0.043	-0.003	-0.044
Si	0.018	0.006	-0.061
Si	0.002	0.011	-0.069
Si	-0.016	0.005	-0.038
Si	0.017	-0.006	-0.042
Si	0.013	-0.016	-0.073
Si	0.019	0.02	-0.053
Si	0.024	0.004	-0.042
Si	-0.011	-0.013	-0.044
Si	-0.01	0.017	-0.071
Si	-0.021	0.007	0.047
Si	-0.029	-0.011	0.021
Si	0.015	0.016	0.008
Si	0.016	0.017	0.031
Si	0.002	-0.002	-0.004
Si	0	0.007	0.028
Si	-0.007	-0.03	0.026
Si	-0.006	0.029	0.04
Si	-0.03	-0.02	-0.011
Si	0.014	0.004	0.013
Si	-0.016	-0.009	0.042
Si	0.002	0.023	0.032
Si	0.008	-0.025	0.011
Si	-0.012	-0.018	0.015
Si	-0.013	-0.006	0.026
Si	-0.01	-0.015	0.014
Si	0.015	0.003	0.02
Si	-0.006	0.014	0.042
Si	-0.004	0	0.001
Si	0.007	-0.016	-0.021
Si	0.01	0.001	0.003
Si	0.007	0.001	-0.022
Si	-0.005	0.004	0.013
Si	-0.012	0.007	0
Si	0.029	0.01	0.017
Si	0.016	-0.009	-0.011
Si	0.025	-0.012	-0.014
Si	0.004	-0.003	0.013
Si	0.005	-0.016	-0.016
Si	0.024	0.001	0.002
Si	-0.012	-0.007	0.006
Si	0.01	0.012	-0.002
Si	0.005	0.004	-0.013
Si	0.005	-0.006	-0.012
Si	0.002	0.001	0.003
Si	0.019	0.007	-0.01
Si	0	-0.003	0.004
Si	-0.01	-0.001	-0.012
Si	0.013	0	-0.003
Si	0.001	0.001	-0.008
Si	-0.01	0.007	-0.003
Si	0.007	-0.013	0
Si	-0.006	0.01	0.002
Si	-0.01	0.016	0.007
Si	0.005	-0.001	0
Si	-0.01	-0.008	0
Si	0.011	-0.015	0
Si	0.003	-0.005	-0.006
Si	-0.001	-0.003	-0.003
Si	-0.012	-0.004	0.001
Si	0	-0.002	-0.002
Si	0.005	-0.002	0.005
Si	0	0.004	-0.011
Si	-0.018	0	-0.01
Si	0	0.003	-0.009
Si	-0.002	-0.003	-0.002
Si	-0.001	-0.002	-0.005
Si	-0.003	-0.003	0.007
Si	0.007	-0.019	0.012
Si	-0.011	0.012	-0.005
Si	0.019	0.018	0.013
Si	0	0.007	0.004
Si	-0.007	0.013	-0.003
Si	0.004	0.001	-0.014
Si	0.015	0.01	-0.007
Si	0.012	-0.011	0.017
Si	0.008	0.005	-0.017
Si	0.001	-0.003	0.007
Si	0.001	-0.008	0.022
Si	0.006	-0.019	-0.016
Si	-0.003	0.008	0.006
Si	0.009	-0.001	-0.019
Si	0.032	0.035	-0.026
Si	0.012	-0.013	-0.01
Si	0.001	0.045	-0.008
Si	-0.008	-0.027	-0.027
Si	0.003	-0.01	-0.007
Si	-0.015	0.012	-0.001
Si	0.015	-0.016	-0.024
Si	0	0.005	-0.025
Si	0.012	0	-0.025
Si	-0.016	-0.014	-0.006
Si	-0.009	0.005	-0.01
Si	0.027	-0.009	-0.046
Si	-0.017	0.004	0.002
Si	0	-0.029	-0.034
Si	0.016	-0.015	-0.034
Si	-0.026	0.002	-0.03
Si	0.018	0.033	-0.028
Si	-0.035	-0.046	-0.007
Si	0	0.018	0.014
Si	-0.017	-0.002	0.067
Si	-0.012	-0.009	0.085
Si	0.046	0.006	0.062
Si	0.039	0.013	0.037
Si	-0.007	0.012	0.007
Si	-0.005	-0.003	0.036
Si	0.006	-0.036	0.038
Si	0.003	0.004	0.073
Si	-0.012	-0.017	0.035
Si	-0.006	-0.013	0.027
Si	0.009	0.015	0.046
Si	0	0.001	0.057
Si	0.01	0.012	0.032
Si	-0.026	-0.001	0.031
Si	0.002	0.011	0.03
Si	0.022	0.027	0.07
Si	-0.005	0	0.055
Si	-0.224	-0.428	-0.649
Si	0.35	0.371	-0.563
Si	0.142	0.164	-0.748
Si	-0.392	-0.207	-0.681
Si	-0.109	-0.153	-0.686
Si	0.048	0.091	-0.671
Si	-0.183	-0.113	-0.681
Si	0.091	0.143	-0.74
Si	-0.167	-0.14	-0.723
Si	0.328	0.312	-0.733
Si	0.211	0.095	-0.729
Si	-0.047	-0.237	-0.715
Si	0.167	0.119	-0.726
Si	-0.222	-0.014	-0.636
Si	-0.046	-0.13	-0.716
Si	0.046	0.106	-0.744
Si	-0.162	-0.274	-0.689
Si	0.149	0.341	-0.64
Si	-0.025	-0.015	0.051
Si	0.058	0.02	-0.053
Si	-0.049	-0.021	-0.001
Si	0.011	0.125	-0.118
Si	0.007	0.01	-0.119
Si	0.1	0.038	0.14
Si	0.021	0.039	0.024
Si	-0.083	-0.107	-0.022
Si	-0.063	-0.025	-0.041
Si	-0.027	0.037	0.048
Si	0.059	-0.05	0.017
Si	-0.066	-0.076	0.087
Si	0.02	0.091	-0.137
Si	0.102	0.079	-0.242
Si	0.087	-0.082	-0.051
Si	-0.04	-0.086	-0.061
Si	0.065	-0.022	0.128
Si	0.064	0.055	0.009
Si	0.115	0.048	0.075
Si	0.071	-0.035	-0.034
Si	-0.071	-0.082	0.075
Si	-0.043	0.049	-0.145
Si	0.124	-0.171	0.112
Si	-0.044	-0.084	-0.081
Si	-0.014	-0.044	-0.104
Si	-0.096	-0.03	-0.054
Si	-0.049	0.087	-0.077
Si	0	0.073	0.212
Si	-0.016	-0.119	-0.141
Si	0.042	0.1	-0.069
Si	-0.006	0.008	0.018
Si	-0.056	0.078	0.047
Si	-0.03	-0.029	0.028
Si	0.022	-0.078	0.012
Si	0.018	-0.032	-0.051
Si	-0.046	0.059	0.021
Si	-0.095	0.029	0.093
Si	-0.014	0.007	0.113
Si	0.032	-0.062	0.029
Si	0.012	0.047	0.124
Si	-0.055	-0.104	-0.156
Si	-0.012	0.012	-0.019
Si	0.123	-0.011	0.006
Si	0.121	0.019	0.044
Si	0.048	-0.047	0.102
Si	0.106	0.061	-0.092
Si	0.15	0.098	0.058
Si	0.025	0.104	0.08
Si	-0.017	-0.113	0.085
Si	-0.026	0.045	0.115
Si	-0.09	-0.072	0
Si	-0.027	-0.045	0.054
Si	-0.051	0.06	0.01
Si	0.023	-0.097	-0.082
Si	0.002	0.002	0.01
Si	-0.01	0.007	0.003
Si	-0.004	0.004	0.008
Si	-0.007	0	-0.002
Si	0.012	0.001	0.002
Si	0.011	0.001	0
Si	-0.006	0.008	0.006
Si	-0.009	0.014	0.002
Si	-0.01	0.001	0.01
Si	-0.007	0.005	0.006
Si	0.008	0.009	0.015
Si	-0.015	-0.004	0.013
Si	0.009	0	0.01
Si	-0.014	-0.008	0.004
Si	-0.006	0	0.005
Si	-0.012	-0.003	0.007
Si	0.007	-0.009	0.006
Si	-0.012	-0.008	0.003
Si	0.004	0.001	-0.009
Si	0.008	0.006	-0.002
Si	0.005	-0.009	-0.002
Si	0.007	-0.003	-0.012
Si	0.005	-0.009	-0.009
Si	0.005	-0.006	0
Si	0.001	0.001	-0.002
Si	-0.005	-0.003	0.005
Si	0.003	-0.014	-0.005
Si	0.002	-0.001	0.003
Si	0	0.005	-0.007
Si	0.008	-0.008	-0.003
Si	-0.003	0.007	-0.003
Si	-0.004	0.004	-0.005
Si	-0.001	0.005	-0.008
Si	0.006	-0.004	-0.004
Si	0.007	-0.001	-0.001
Si	0.001	0.003	-0.005
Si	0.003	0.004	0
Si	-0.002	-0.008	0.004
Si	0.004	0.005	-0.002
Si	-0.005	0.003	0.004
Si	-0.01	-0.002	-0.003
Si	0.002	0.008	-0.007
Si	0.008	0.01	-0.003
Si	0.004	0.005	-0.001
Si	-0.007	-0.002	-0.003
Si	-0.004	0.001	-0.008
Si	0	-0.007	0.003
Si	-0.008	0.001	-0.008
Si	-0.008	-0.012	0.001
Si	-0.005	-0.007	-0.002
Si	-0.001	-0.001	0.004
Si	-0.005	0	-0.003
Si	0.003	0.009	0.002
Si	0.002	0.004	-0.003
Si	-0.004	-0.003	-0.007
Si	-0.005	0	-0.001
Si	-0.001	0	-0.006
Si	0.007	-0.008	-0.001
Si	0.008	-0.002	-0.004
Si	0.004	0.005	-0.006
Si	0.001	0	-0.005
Si	0.001	0	0.002
Si	0.002	-0.005	0.001
Si	0.002	0	-0.004
Si	0.014	0	-0.001
Si	-0.002	0.001	-0.002
Si	0.005	0.008	-0.002
Si	0.001	0.004	-0.002
Si	0.001	-0.003	0.002
Si	0.001	-0.004	-0.002
Si	0.001	0.005	0
Si	0.003	-0.006	0
Si	-0.002	0.002	-0.001
Si	0.004	0.004	0.001
Si	-0.004	-0.007	0.003
Si	-0.005	0.006	0.004
Si	-0.007	0.005	0
Si	0	-0.002	0
Si	0.007	0.007	0.001
Si	-0.006	-0.005	-0.007
Si	0.002	-0.003	0.002
Si	0	0.001	-0.002
Si	-0.007	-0.001	0.003
Si	0.007	0.006	-0.002
Si	-0.006	0	-0.001
Si	0	-0.001	0.001
Si	-0.006	-0.005	0.002
Si	0.004	0	-0.002
Si	0.006	-0.004	0
Si	0.003	0.005	-0.001
Si	-0.006	-0.004	-0.002
Si	0.003	-0.006	-0.001
Si	0.004	-0.006	-0.004
Si	0.002	-0.01	-0.002
Si	0.007	0.006	-0.003
Si	0.002	0.003	-0.001
Si	0.006	0.01	0
Si	0.01	-0.006	0.003
Si	0.005	0.004	-0.001
Si	-0.009	-0.009	-0.005
Si	0.001	-0.002	-0.003
Si	-0.007	0	0
Si	0.004	-0.001	-0.004
Si	-0.002	-0.001	-0.007
Si	0.007	0.004	0
Si	0.009	-0.001	-0.003
Si	-0.006	-0.004	-0.004
Si	-0.006	-0.006	-0.001
Si	-0.005	0.005	0.004
Si	0.001	-0.002	0.012
Si	-0.012	0.01	0.006
Si	-0.007	-0.003	0.002
Si	0.007	-0.004	0
Si	0	0.006	0.011
Si	0.005	-0.007	0
Si	-0.016	0.01	0
Si	-0.005	0.01	0
Si	0.012	-0.005	0.004
Si	0.008	-0.001	0.005
Si	0.009	0.003	0.003
Si	-0.001	0	0.003
Si	0.007	-0.008	0.001
Si	0.012	-0.016	0.004
Si	0	0.007	0.001
Si	-0.011	0.017	-0.001
Si	0	-0.004	0.002
Si	0.001	-0.007	-0.008
Si	0.006	-0.006	-0.002
Si	0.002	-0.008	0.002
Si	0.006	-0.001	-0.003
Si	-0.002	0.002	-0.003
Si	-0.008	-0.002	0
Si	0.008	0.01	-0.005
Si	0.008	-0.004	0.001
Si	-0.001	-0.001	-0.002
Si	-0.004	-0.007	0.001
Si	0.003	0	-0.001
Si	0.001	-0.004	0
Si	0.01	-0.003	0.005
Si	0.006	0.003	0.004
Si	0.001	-0.001	0
Si	0.001	0.001	0.011
Si	0.007	0.001	0.001
Si	0	-0.01	-0.005
O	0.207	-0.025	-0.071
O	-0.247	0.137	0.221
O	-0.289	0.16	0.246
O	0.082	-0.117	0.362
O	-0.115	0.083	0.057
O	-0.393	0.704	-0.089
O	-0.197	-0.22	-0.053
O	0.072	-0.042	0.086
O	0.335	-0.025	-0.574
O	-0.192	-0.485	0.17
O	0.378	0.484	0.178
O	-0.017	-0.624	-0.282
O	-0.289	-0.56	-0.106
O	0.377	0.305	-0.636
O	-0.122	0.32	-0.139
O	0.367	-0.239	-0.294
O	-0.57	0.239	-0.083
O	-0.26	0.273	0.246
O	-0.302	0.555	-0.286
O	-0.42	0.048	-0.01
O	-0.005	0.04	-0.147
O	-0.166	-0.043	-0.349
O	-0.025	0.065	-0.288
O	0.014	-0.46	0.094
O	0.258	-0.129	-0.266
O	-0.605	0.337	-0.062
O	0.111	-0.02	0.366
O	-0.387	0.476	-0.31
O	0.686	-0.084	0.152
O	-0.435	-0.377	-0.126
O	-0.705	0.368	0.139
O	0.478	0.348	0.083
O	0.089	0.372	-0.005
O	-0.232	-0.22	-0.143
O	-0.132	-0.385	-0.069
O	0.231	-0.377	-0.125
O	0.087	-0.621	0.2
O	-0.052	0.612	-0.093
O	0.508	-0.209	0.247
O	0.49	-0.172	0.242
O	0.213	-0.065	-0.258
O	-0.307	-0.495	-0.191
O	0.007	0.205	-0.543
O	0.115	-0.559	0.054
O	0.251	0.174	-0.388
O	0.505	0.13	-0.462
O	0.037	0.006	0.481
O	-0.051	-0.066	0.292
O	0.43	0.518	-0.244
O	0.245	0.195	-0.213
O	0.272	0.217	0.198
O	-0.282	-0.324	0.002
O	0.248	0.11	-0.018
O	0.311	0.048	0.47
O	0.622	-0.228	-0.494
O	-0.017	-0.538	-0.056
O	-0.165	0.148	-0.486
O	-0.738	-0.352	-0.025
O	-0.347	0.075	0.231
O	0.107	0.491	-0.006
O	-0.335	-0.199	-0.219
O	-0.324	0.142	-0.202
O	0.115	-0.28	-0.16
O	0.504	0.36	-0.17
O	-0.404	0.029	0.218
O	0.53	-0.227	0.441
O	0.338	0.225	0.235
O	-0.03	0.306	-0.31
O	0.484	-0.326	0.237
O	0.169	-0.107	0.547
O	-0.481	-0.02	0.014
O	-0.15	0.121	-0.073
O	-0.291	-0.024	0.471
O	0.107	0.492	-0.297
O	0.375	-0.008	0.057
O	0.063	0.444	-0.27
O	-0.323	-0.179	0.042
O	0.03	-0.03	0.354
O	0.133	-0.067	0.448
O	-0.089	-0.082	0.136
O	0.41	0.106	0.594
O	0.078	-0.075	-0.234
O	0.286	-0.297	-0.368
O	0.441	0.398	0.475
O	-0.054	0.388	-0.337
O	0.118	0.036	0.55
O	0.287	0.347	-0.186
O	0.056	-0.076	-0.426
O	-0.518	0.373	-0.286
O	0.351	-0.252	-0.048
O	0.123	0.077	0.134
O	-0.142	-0.283	0.381
O	-0.002	-0.33	-0.455
O	0.22	0.186	0.158
O	-0.075	0.39	-0.323
O	-0.241	-0.205	0.052
O	0.481	-0.131	-0.131
O	0.419	-0.328	-0.247
O	0.07	0.022	-0.049
O	0.014	-0.306	0.302
O	0.552	-0.041	-0.187
O	-0.463	-0.29	-0.117
O	0.454	-0.213	-0.041
O	0.421	0.037	-0.034
O	-0.396	-0.392	0.355
O	0.128	-0.407	0.447
O	0.528	0.547	0.062
O	-0.086	-0.274	0.247
O	-0.025	0.08	0.688
O	-0.237	-0.128	-0.496
O	0.169	0.377	-0.279
O	0.008	-0.554	0.221
O	0.136	0.421	-0.089
O	0.284	-0.303	0.222
O	0.153	-0.479	-0.011
O	-0.276	-0.263	0.088
O	-0.052	0.541	0.108
O	0.367	0.113	-0.468
O	-0.034	-0.16	0.022
O	0.34	0.447	0.198
O	-0.285	0.072	0.067
O	-0.051	-0.223	0.582
O	-0.076	0.02	0.403
O	-0.159	-0.084	0.396
O	-0.64	0.01	0.062
O	0.312	0.12	0.067
O	-0.085	0.071	-0.002
